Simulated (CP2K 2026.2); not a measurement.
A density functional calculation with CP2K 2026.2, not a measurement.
Periodic cell of 3024 atoms, Si2160O864, from a study of silicon, its oxide and their interface. The atomic structure is a simulated model.
Doubt: the forces sum to 5.91 eV/angstrom along one axis rather than to zero, so they err by at least 0.0020 eV/angstrom per atom on average; the grid cutoff is modest.

Settings
functional: PBE
method: Gaussian and plane waves
basis set: DZVP-MOLOPT-SR-GTH
pseudopotentials: GTH-PBE
grid cutoff: 300 Ry, relative cutoff 40 Ry
k points: Gamma only
occupations: fixed
spin: none
net charge: 0

Cell vectors (angstrom)
a	97.92	0	0
b	0	16.32	0
c	-5.3535	6.0333	33.3293

Atoms: element, x, y, z (angstrom)
Si	1.697	-1.414	-0.002
Si	4.264	1.021	0.132
Si	0.904	4.374	0.025
Si	4.182	6.458	0.075
Si	1.008	-6.473	-0.063
Si	3.748	-3.811	0.027
Si	6.586	-1.072	0.086
Si	9.904	1.039	0.05
Si	6.533	4.347	0.071
Si	9.093	6.792	-0.061
Si	7.009	9.158	0.094
Si	9.792	12.086	0.236
Si	12.14	-1.182	0.062
Si	14.767	1.556	0.212
Si	12.658	3.807	0.191
Si	15.145	6.384	0.141
Si	11.934	9.785	-0.082
Si	15.33	11.96	-0.06
Si	2.77	-0.061	1.551
Si	5.426	2.681	1.294
Si	2.614	5.34	1.365
Si	5.35	8.088	1.35
Si	2.623	-5.416	1.314
Si	5.435	-2.746	1.302
Si	8.222	0.008	1.365
Si	10.957	2.676	1.364
Si	8.071	5.391	1.488
Si	10.855	8.01	1.119
Si	8.162	10.803	1.353
Si	11.016	-2.72	1.474
Si	13.618	-0.029	1.471
Si	16.405	2.734	1.396
Si	13.738	5.285	1.627
Si	16.358	8.132	1.196
Si	13.651	10.827	1.208
Si	16.371	-2.816	1.41
Si	1.311	1.349	2.715
Si	4.017	3.985	2.698
Si	1.343	6.814	2.707
Si	4.01	9.516	2.657
Si	1.277	-4.025	2.668
Si	4.132	-1.457	2.815
Si	6.841	1.378	2.7
Si	9.536	4.019	2.707
Si	6.711	6.773	2.795
Si	9.559	9.39	2.645
Si	6.778	12.182	2.665
Si	9.53	-1.403	2.748
Si	12.255	1.328	2.819
Si	15.095	3.964	2.931
Si	12.223	6.753	2.648
Si	14.961	9.441	2.617
Si	12.38	12.179	2.719
Si	15	-1.432	2.74
Si	-0.013	-0.019	4.102
Si	2.685	2.665	4.096
Si	-0.02	5.422	4.069
Si	2.704	8.149	4.073
Si	-0.027	-5.417	4.095
Si	2.688	-2.778	4.106
Si	5.493	-0.024	4.079
Si	8.176	2.696	4.1
Si	5.363	5.368	4.089
Si	8.161	8.118	4.075
Si	5.405	10.841	4.033
Si	8.153	-2.791	4.054
Si	10.869	-0.043	4.133
Si	13.639	2.64	4.196
Si	10.887	5.403	4.052
Si	13.595	8.11	4.021
Si	10.929	10.794	4.005
Si	13.66	-2.78	4.129
Si	1.33	-1.425	16.378
Si	4.078	1.278	16.324
Si	1.342	4.024	16.337
Si	4.061	6.706	16.319
Si	1.363	-6.878	16.347
Si	4.032	-4.166	16.301
Si	6.79	-1.384	16.302
Si	9.495	1.286	16.306
Si	6.761	4.003	16.337
Si	9.53	6.739	16.308
Si	6.78	9.442	16.265
Si	9.546	-4.127	16.312
Si	12.218	-1.426	16.311
Si	14.937	1.291	16.382
Si	12.241	4	16.346
Si	14.98	6.731	16.354
Si	12.235	9.485	16.35
Si	14.921	-4.14	16.336
Si	2.701	-0.047	17.697
Si	5.42	2.608	17.716
Si	2.722	5.335	17.705
Si	5.399	8.111	17.626
Si	2.699	-5.521	17.716
Si	5.368	-2.741	17.575
Si	8.141	-0.039	17.701
Si	10.865	2.612	17.667
Si	8.163	5.369	17.634
Si	10.869	8.115	17.682
Si	8.181	10.776	17.58
Si	10.891	-2.764	17.707
Si	13.562	-0.108	17.705
Si	16.298	2.683	17.722
Si	13.63	5.348	17.696
Si	16.361	8.094	17.692
Si	13.563	10.866	17.734
Si	16.268	-2.818	17.723
Si	1.333	1.336	19.041
Si	4.015	3.92	19.069
Si	1.424	6.651	19.15
Si	4.02	-6.939	19.059
Si	1.373	-4.149	19.105
Si	4.045	-1.44	19.032
Si	6.79	1.29	19.114
Si	9.471	3.952	18.988
Si	6.803	6.781	18.918
Si	9.503	9.481	19.042
Si	6.76	-4.15	18.771
Si	9.517	-1.394	19.037
Si	12.222	1.265	19.057
Si	14.979	4.028	19.128
Si	12.261	6.728	18.98
Si	14.992	9.483	18.991
Si	12.206	-4.094	19.151
Si	14.865	-1.508	19.085
Si	-0.034	-0.028	20.377
Si	2.622	2.644	20.535
Si	-0.05	5.312	20.463
Si	2.817	7.975	20.572
Si	0.036	-5.578	20.396
Si	2.687	-2.756	20.469
Si	5.402	-0.093	20.415
Si	8.136	2.654	20.491
Si	5.498	5.327	20.174
Si	8.109	8.108	20.353
Si	5.431	-5.455	20.157
Si	8.062	-2.827	20.149
Si	10.853	-0.07	20.47
Si	13.608	2.616	20.428
Si	10.902	5.316	20.24
Si	13.646	8.094	20.282
Si	10.797	10.871	20.468
Si	13.57	-2.796	20.621
Si	1.517	-1.108	21.727
Si	3.812	1.004	21.736
Si	0.892	3.67	21.857
Si	4.288	6.453	21.746
Si	1.103	-7.194	21.723
Si	4.366	-3.953	21.583
Si	6.577	-1.747	21.577
Si	9.798	1.586	21.765
Si	7.023	4.384	21.645
Si	9.342	6.479	21.481
Si	6.926	-6.552	21.531
Si	9.071	-4.297	21.638
Si	12.363	-1.191	21.89
Si	14.644	0.987	21.776
Si	12.029	3.813	21.652
Si	15.189	7.03	21.71
Si	12.442	9.613	21.558
Si	14.698	-4.514	21.853
Si	15.989	1.249	24.565
Si	12.678	7.85	-5.547
Si	0.498	3.208	-2.781
Si	5.125	7.805	-6.36
Si	-2.213	6.855	-4.711
Si	3.311	-4.3	24.379
Si	17.493	-6.56	-6.062
Si	19.341	-8.13	-2.274
Si	10.958	-1.892	24.718
Si	14.846	-4.977	24.836
Si	9.373	-8.025	26.016
Si	16.327	3.797	-5.658
Si	15.339	5.654	25.938
Si	21.395	-3.819	-4.426
Si	17.189	7.408	-4.378
Si	2.435	-6.969	24.404
Si	13.819	-2.631	-2.269
Si	21.892	7.055	-6.725
Si	9.425	2.121	-2.869
Si	2.702	4.753	23.87
Si	0.11	5.206	-5.066
Si	4.212	-0.45	-6.944
Si	13.153	-5.644	-6.409
Si	5.33	-7.98	23.729
Si	11.197	7.713	23.709
Si	16.834	0.417	-1.673
Si	8.259	4.855	-2.338
Si	13.108	-0.214	-6.565
Si	11.665	-3.958	-4.172
Si	8.243	-2.402	23.89
Si	6.734	-5.509	-2.39
Si	11.636	-7.882	-2.724
Si	3.714	4.345	-4.723
Si	12.077	-4.302	26.137
Si	6.848	3.844	24.572
Si	4.439	2.203	24.519
Si	1.506	6.797	25.769
Si	8.492	0.599	-5.146
Si	2.567	6.231	-6.498
Si	3.574	6.789	-2.922
Si	15.25	-1.72	-4.766
Si	8.964	1.8	24.638
Si	19.025	2.517	-1.735
Si	5.952	-3.824	25.677
Si	20.659	-0.926	-4.241
Si	11.127	1.72	-5.154
Si	6.091	6.011	-4.25
Si	2.823	1.29	-4.853
Si	9.534	-6.109	-3.809
Si	9.23	-2.438	-4.73
Si	14.629	6.022	-4.363
Si	20.257	-5.686	-6.179
Si	8.01	-2.89	-1.847
Si	12.877	5.975	-1.879
Si	17.973	-1.676	0.135
Si	20.831	1.186	0.24
Si	17.516	4.378	0.066
Si	20.612	6.556	0.15
Si	17.597	9.76	-0.085
Si	20.099	12.438	0.269
Si	22.958	-1.062	0.132
Si	25.928	1.09	0.292
Si	22.841	4.382	0.334
Si	25.559	6.912	-0.068
Si	23.369	9.164	0.016
Si	26.151	11.985	0.128
Si	28.106	-1.167	-0.022
Si	30.823	1.531	0.18
Si	28.613	3.739	0.142
Si	31.191	6.519	0.062
Si	28.406	9.873	0.156
Si	31.352	-4.269	0.251
Si	19.15	-0.04	1.378
Si	21.83	2.724	1.639
Si	19.033	5.455	1.473
Si	21.785	8.135	1.42
Si	18.961	10.854	1.51
Si	21.776	-2.693	1.386
Si	24.421	-0.039	1.623
Si	27.106	2.657	1.538
Si	24.464	5.527	1.517
Si	27.181	8.127	1.227
Si	24.501	10.793	1.312
Si	27.178	-2.745	1.473
Si	29.709	-0.083	1.392
Si	32.488	2.692	1.357
Si	29.762	5.332	1.446
Si	32.453	-8.202	1.281
Si	29.816	-5.354	1.614
Si	32.566	-2.657	1.382
Si	17.743	1.313	2.715
Si	20.34	4.048	2.858
Si	17.67	6.85	2.742
Si	20.405	9.494	2.758
Si	17.636	12.188	2.879
Si	20.44	-1.38	2.823
Si	23.156	1.373	2.981
Si	25.783	4.088	2.826
Si	23.098	6.836	2.881
Si	25.848	9.464	2.716
Si	23.128	12.183	2.68
Si	25.784	-1.455	2.868
Si	28.451	1.273	2.861
Si	31.174	4.02	2.8
Si	28.451	6.787	2.717
Si	31.185	-6.854	2.767
Si	28.509	-3.993	2.928
Si	31.174	-1.345	2.735
Si	16.363	-0.048	4.083
Si	19.016	2.659	4.182
Si	16.387	5.449	4.173
Si	19.047	8.146	4.134
Si	16.255	10.785	4.119
Si	19.059	-2.754	4.163
Si	21.751	-0.029	4.228
Si	24.499	2.745	4.267
Si	21.73	5.423	4.184
Si	24.49	8.184	4.179
Si	21.767	10.865	4.099
Si	24.425	-2.827	4.166
Si	27.12	-0.064	4.225
Si	29.84	2.659	4.17
Si	27.15	5.446	4.151
Si	29.826	-8.205	4.112
Si	27.142	-5.47	4.145
Si	29.907	-2.676	4.211
Si	17.622	-1.418	16.38
Si	20.39	1.324	16.409
Si	17.695	4.042	16.401
Si	20.418	6.751	16.413
Si	17.705	9.447	16.342
Si	20.4	-4.164	16.4
Si	23.141	-1.39	16.445
Si	25.871	1.318	16.482
Si	23.147	4.046	16.434
Si	25.848	6.781	16.426
Si	23.127	9.505	16.46
Si	25.816	-4.095	16.418
Si	28.549	-1.371	16.434
Si	31.264	1.362	16.304
Si	28.539	4.049	16.389
Si	31.295	-9.517	16.311
Si	28.582	-6.799	16.39
Si	31.305	-4.021	16.373
Si	18.959	-0.021	17.714
Si	21.786	2.667	17.771
Si	19.083	5.377	17.784
Si	21.751	8.127	17.792
Si	19.04	10.774	17.749
Si	21.789	-2.819	17.735
Si	24.496	-0.037	17.859
Si	27.254	2.683	17.843
Si	24.513	5.407	17.807
Si	27.237	8.147	17.76
Si	24.502	10.873	17.834
Si	27.129	-2.716	17.791
Si	29.966	0.006	17.726
Si	32.606	2.773	17.602
Si	29.908	5.458	17.667
Si	32.71	-8.122	17.565
Si	29.913	-5.361	17.704
Si	32.705	-2.694	17.755
Si	17.598	1.332	19.113
Si	20.458	4	19.155
Si	17.72	6.769	19.103
Si	20.392	9.465	19.185
Si	17.619	-4.219	19.053
Si	20.33	-1.459	18.936
Si	23.124	1.346	19.186
Si	25.882	4.058	19.2
Si	23.136	6.785	19.137
Si	25.919	9.5	19.151
Si	23.128	-4.103	19.227
Si	25.811	-1.405	19.279
Si	28.683	1.319	19.19
Si	31.244	4.122	19.018
Si	28.63	6.809	19.102
Si	31.432	-6.683	18.887
Si	28.491	-4.061	19.118
Si	31.345	-1.289	19.113
Si	16.185	-0.104	20.376
Si	19.016	2.672	20.483
Si	16.358	5.421	20.465
Si	19.041	8.11	20.562
Si	16.302	10.775	20.476
Si	19.01	-2.853	20.291
Si	21.651	-0.112	20.294
Si	24.466	2.711	20.613
Si	21.816	5.402	20.517
Si	24.556	8.118	20.47
Si	21.774	10.783	20.563
Si	24.419	-2.73	20.728
Si	27.263	-0.029	20.546
Si	30.076	2.741	20.532
Si	27.336	5.43	20.536
Si	30.091	8.3	20.195
Si	27.222	10.857	20.599
Si	29.869	-2.636	20.368
Si	17.756	-1.356	21.533
Si	20.01	0.885	21.613
Si	17.981	4.329	21.778
Si	20.247	6.526	21.836
Si	17.416	9.23	21.867
Si	20.515	-3.927	21.718
Si	22.603	-1.585	21.835
Si	26.113	1.562	21.822
Si	23.43	4.412	21.923
Si	25.745	6.588	21.798
Si	23.377	9.582	21.855
Si	25.543	-4.449	21.958
Si	28.676	-1.311	21.939
Si	31.933	1.884	21.783
Si	28.423	3.783	21.857
Si	31.564	7.202	21.624
Si	29.053	9.791	21.664
Si	31.087	-4.193	21.544
Si	30.235	0.642	23.924
Si	31.672	-7.803	-4.449
Si	6.685	-6.832	26.073
Si	27.062	6.812	-6.093
Si	17.755	-0.031	-4.426
Si	19.307	-5.738	23.923
Si	36.401	-6.288	-6.557
Si	35.463	7.375	-5.581
Si	32.122	-5.42	-6.345
Si	29.742	7.802	23.849
Si	26.712	-2.653	24.064
Si	32.609	6.535	-6.391
Si	28.859	3.265	24.723
Si	38.888	-6.182	-4.959
Si	33.61	-6.228	-2.887
Si	24.349	5.505	-6.344
Si	30.927	-1.535	-4.22
Si	32.223	-4.063	25.867
Si	26.619	2.19	-6.304
Si	17.398	3.836	24.779
Si	18.89	2.589	-4.848
Si	15.726	-4.43	-6.133
Si	27.238	-7.643	-3.675
Si	21.556	-8.01	24.006
Si	26.999	7.235	24.645
Si	31.812	1.051	-2.628
Si	26.726	4.834	-2.195
Si	28.416	-4.72	-4.069
Si	20.28	-1.384	25.884
Si	21.771	0.421	23.974
Si	24.527	-7.026	-4.416
Si	31.177	-4.136	-2.731
Si	17.53	-1.354	24.446
Si	35.231	2.969	-5.47
Si	29.628	-4.289	-6.809
Si	22.723	3.192	24.698
Si	24.27	-3.953	-4.678
Si	23.537	2.839	-6.176
Si	15.442	-7.548	26.053
Si	22.034	-5.095	-1.733
Si	25.86	-0.297	-4.653
Si	25.553	0.014	24.533
Si	34.624	0.425	-2.078
Si	28.252	4.598	-4.894
Si	32.375	-1.213	-6.888
Si	28.036	-1.949	-3.097
Si	21.551	-7.622	-4.453
Si	13.342	5.597	23.879
Si	25.439	-2.433	-6.906
Si	24.446	2.832	-1.864
Si	29.612	-8.098	-2.051
Si	34.82	-4.526	-4.962
Si	24.269	-2.958	-1.816
Si	23.125	0.923	-3.859
Si	34.259	-1.631	0.112
Si	36.699	0.954	0.036
Si	33.443	4.321	-0.06
Si	36.781	6.644	0.046
Si	33.617	-6.532	0.091
Si	36.352	-3.958	-0.04
Si	39.043	-1.123	-0.131
Si	42.237	1.243	0.107
Si	38.965	4.29	0.14
Si	41.627	6.967	-0.007
Si	39.442	-7.11	0.077
Si	42.223	-4.237	0.004
Si	44.369	-1.175	0.069
Si	47.265	1.487	0.269
Si	45.109	3.859	0.033
Si	47.663	6.582	0.052
Si	44.477	-6.424	-0.138
Si	47.792	-4.25	-0.174
Si	35.325	-0.142	1.547
Si	37.815	2.638	1.293
Si	35.119	5.436	1.22
Si	37.902	-8.175	1.441
Si	35.243	-5.459	1.38
Si	37.962	-2.751	1.227
Si	40.585	0.031	1.251
Si	43.418	2.82	1.32
Si	40.606	5.412	1.402
Si	43.377	-8.155	1.097
Si	40.65	-5.464	1.245
Si	43.347	-2.756	1.402
Si	46.05	-0.113	1.373
Si	48.856	2.717	1.427
Si	46.141	5.458	1.384
Si	48.959	-8.105	1.125
Si	46.143	-5.356	1.153
Si	48.954	-2.597	1.027
Si	33.889	1.33	2.7
Si	36.473	4.048	2.626
Si	33.849	6.799	2.665
Si	36.579	-6.791	2.749
Si	33.901	-4.073	2.746
Si	36.71	-1.477	2.807
Si	39.275	1.372	2.662
Si	42.048	4.116	2.69
Si	39.265	6.766	2.769
Si	42.062	-6.82	2.577
Si	39.316	-4.097	2.607
Si	41.946	-1.346	2.649
Si	44.738	1.366	2.674
Si	47.496	4.097	2.739
Si	44.725	6.866	2.566
Si	47.531	-6.769	2.477
Si	44.846	-4.058	2.636
Si	47.583	-1.395	2.556
Si	32.536	0.005	4.092
Si	35.222	2.698	4.07
Si	32.543	5.431	4.09
Si	35.222	-8.186	4.061
Si	32.562	-5.47	4.098
Si	35.285	-2.776	4.132
Si	38.021	-0.021	4.087
Si	40.684	2.713	4.007
Si	37.888	5.371	4.031
Si	40.709	-8.157	4.005
Si	37.983	-5.428	4.037
Si	40.66	-2.744	4.008
Si	43.365	0	3.991
Si	46.133	2.705	4.024
Si	43.424	5.496	3.986
Si	46.172	-8.118	3.877
Si	43.453	-5.458	3.937
Si	46.233	-2.72	3.959
Si	34.035	-1.406	16.286
Si	36.785	1.354	16.242
Si	34.033	4.089	16.282
Si	36.766	-9.508	16.27
Si	34.096	-6.764	16.287
Si	36.773	-4.125	16.31
Si	39.47	-1.404	16.211
Si	42.213	1.37	16.129
Si	39.524	4.081	16.218
Si	42.171	-9.518	16.225
Si	39.483	-6.858	16.266
Si	42.238	-4.116	16.209
Si	44.941	-1.369	16.088
Si	47.676	1.414	16.116
Si	44.945	4.115	16.125
Si	47.662	-9.529	16.152
Si	44.908	-6.802	16.16
Si	47.669	-4.05	16.084
Si	35.448	-0.053	17.558
Si	38.182	2.717	17.567
Si	35.425	5.441	17.619
Si	38.123	-8.196	17.682
Si	35.449	-5.467	17.743
Si	38.176	-2.788	17.636
Si	40.822	0.031	17.468
Si	43.605	2.73	17.443
Si	40.831	5.442	17.631
Si	43.579	-8.185	17.557
Si	40.907	-5.525	17.57
Si	43.623	-2.707	17.503
Si	46.341	-0.032	17.399
Si	49.009	2.826	17.483
Si	46.292	5.449	17.529
Si	49.065	-8.202	17.497
Si	46.275	-5.372	17.424
Si	49.051	-2.701	17.438
Si	34.007	1.335	18.768
Si	36.865	4.091	18.925
Si	34.017	-9.505	18.919
Si	36.799	-6.876	19.131
Si	34.119	-4.048	19.092
Si	36.838	-1.366	18.958
Si	39.536	1.354	18.924
Si	42.291	4.057	18.863
Si	39.418	-9.588	19.085
Si	42.265	-6.853	18.969
Si	39.556	-4.235	18.957
Si	42.181	-1.328	18.75
Si	44.999	1.336	18.706
Si	47.648	4.135	18.931
Si	44.921	-9.553	18.92
Si	47.638	-6.792	18.659
Si	45.041	-3.996	18.891
Si	47.733	-1.326	18.779
Si	32.774	0.159	20.356
Si	35.4	2.673	20.007
Si	32.604	5.537	20.287
Si	35.371	-8.311	20.403
Si	32.743	-5.423	20.401
Si	35.528	-2.682	20.407
Si	38.204	0.02	20.322
Si	40.908	2.735	20.224
Si	38.063	5.338	20.559
Si	40.941	-8.289	20.336
Si	38.276	-5.587	20.48
Si	40.909	-2.728	20.138
Si	43.544	0.082	20.004
Si	46.373	2.563	20.141
Si	43.691	5.292	20.312
Si	46.278	-8.04	20.075
Si	43.627	-5.373	20.213
Si	46.482	-2.604	20.282
Si	34.391	-0.964	21.589
Si	36.521	1.234	21.437
Si	34.065	4.059	21.286
Si	36.201	-10.067	21.806
Si	33.884	-7.057	21.697
Si	37.194	-3.844	21.642
Si	39.413	-1.614	21.534
Si	42.503	1.6	21.475
Si	39.763	4.132	21.72
Si	42.021	-9.985	21.577
Si	39.731	-6.997	21.859
Si	42.635	-3.652	21.41
Si	44.794	-1.335	21.3
Si	48.025	1.498	21.446
Si	44.888	3.61	21.538
Si	47.602	-9.033	21.697
Si	45.265	-6.437	21.441
Si	47.595	-4.321	21.495
Si	48.659	-0.286	23.708
Si	47.858	5.273	-4.198
Si	32.455	3.441	-6.746
Si	43.916	4.622	-6.942
Si	31.171	3.562	-4.125
Si	36.584	6.841	24.897
Si	46.663	-1.147	25.699
Si	-46.285	-7.663	-4.76
Si	41.437	-0.342	23.657
Si	45.6	-8.032	23.902
Si	41.083	-4.776	23.664
Si	46.626	5.547	-6.823
Si	45.519	4.239	24.389
Si	-48.169	2.158	25.447
Si	-48.376	-6.739	-2.931
Si	31.758	-6.849	25.671
Si	44.898	-1.298	-5.652
Si	-45.706	-4.014	24.415
Si	41.752	1.166	-2.856
Si	39.936	2.545	-6.775
Si	33.902	4.363	-2.992
Si	35.086	-1.8	-6.004
Si	41.181	7.992	-5.001
Si	39.138	-7.99	24.677
Si	43.36	6.405	24.288
Si	46.717	1.065	-2.472
Si	45.609	3.781	-2.928
Si	46.635	0.954	-6.979
Si	39.309	-3.137	25.365
Si	39.199	-0.08	25.363
Si	42.969	3.57	-4.32
Si	47.622	-4.492	-3.185
Si	35.172	-4.997	23.536
Si	47.633	-6.695	25.756
Si	44.245	1.926	26.007
Si	38.133	2.412	23.763
Si	40.373	-3.056	-2.159
Si	39.138	1.523	-4.105
Si	33.048	-2.852	23.406
Si	38.17	-5.359	-2.106
Si	43.171	-6.031	-5.241
Si	44.257	-0.578	24.115
Si	-47.108	-0.555	-3.271
Si	41.493	5.967	-2.902
Si	47.467	-2.675	-5.742
Si	44.264	-0.616	-2.701
Si	36.226	6.265	-2.842
Si	36.346	0.234	-4.521
Si	36.858	4.084	26.17
Si	38.822	4.384	-2.822
Si	45.382	-6.7	-3.153
Si	-45.129	-2.279	-4.645
Si	40.968	-3.817	-5.06
Si	40.185	5.479	-6.616
Si	50.592	-1.477	-0.338
Si	53.281	1.333	-0.101
Si	49.836	4.294	0.037
Si	53.339	6.389	-0.138
Si	50.134	-6.479	-0.166
Si	52.918	-3.642	-0.197
Si	55.349	-1.038	-0.148
Si	58.72	1.194	-0.167
Si	55.66	4.244	-0.136
Si	-39.411	6.952	-0.182
Si	56.174	-7.203	-0.512
Si	-39.165	-4.29	0.076
Si	-36.948	-1.022	-0.155
Si	-34.087	1.678	-0.087
Si	-36.422	3.807	0.048
Si	-33.647	6.558	-0.196
Si	-36.869	-6.405	0.007
Si	-33.937	-4.302	-0.127
Si	51.653	0.101	1.093
Si	54.475	2.773	1.255
Si	51.64	5.374	1.15
Si	54.487	-8.176	0.933
Si	51.788	-5.347	1.029
Si	54.342	-2.578	1.295
Si	57.099	0.02	1.061
Si	-38.045	2.68	1.262
Si	-40.67	5.433	1.117
Si	-37.973	-8.119	1.161
Si	-40.833	-5.55	1.071
Si	-38.004	-2.636	1.219
Si	-35.304	0.066	1.147
Si	-32.504	2.814	1.2
Si	-35.254	5.487	1.17
Si	-32.606	-8.12	1.166
Si	-35.335	-5.359	1.406
Si	-32.658	-2.567	0.934
Si	50.322	1.353	2.585
Si	53.008	4.07	2.552
Si	50.327	6.839	2.489
Si	53.124	-6.782	2.344
Si	50.331	-4.008	2.408
Si	52.96	-1.233	2.587
Si	55.828	1.378	2.535
Si	-39.386	4.096	2.54
Si	-42.097	6.826	2.424
Si	-39.427	-6.807	2.511
Si	-42.156	-4.088	2.427
Si	-39.467	-1.318	2.49
Si	-36.655	1.359	2.59
Si	-33.896	4.15	2.558
Si	-36.622	6.847	2.512
Si	-33.953	-6.807	2.599
Si	-36.668	-3.936	2.648
Si	-33.938	-1.3	2.462
Si	48.924	-0.003	3.908
Si	51.681	2.719	3.93
Si	48.955	5.503	3.916
Si	51.726	-8.102	3.778
Si	48.941	-5.386	3.792
Si	51.628	-2.679	3.872
Si	54.41	0.068	3.896
Si	-40.761	2.755	3.894
Si	-43.509	5.493	3.812
Si	-40.78	-8.159	3.862
Si	-43.515	-5.427	3.797
Si	-40.8	-2.723	3.822
Si	-38.075	0.016	3.886
Si	-35.291	2.776	3.894
Si	-38.016	5.484	3.855
Si	-35.316	-8.139	3.933
Si	-38.078	-5.386	3.866
Si	-35.26	-2.61	3.925
Si	50.371	-1.319	16.07
Si	53.117	1.432	16.117
Si	50.369	4.161	16.136
Si	53.04	-9.485	16.176
Si	50.355	-6.797	16.108
Si	53.067	-4.052	16.066
Si	55.766	-1.282	16.122
Si	-39.456	1.367	16.12
Si	-42.174	4.106	16.096
Si	-39.459	-9.472	16.065
Si	-42.172	-6.794	16.113
Si	-39.445	-4.034	16.1
Si	-36.772	-1.324	16.107
Si	-34.029	1.414	16.115
Si	-36.731	4.12	16.079
Si	-34.014	-9.473	16.062
Si	-36.724	-6.741	16.072
Si	-34.061	-4.022	16.1
Si	51.754	0.034	17.4
Si	54.421	2.809	17.552
Si	51.671	5.507	17.592
Si	54.397	-8.125	17.541
Si	51.694	-5.388	17.421
Si	54.407	-2.687	17.424
Si	57.109	0.049	17.552
Si	-38.098	2.763	17.429
Si	-40.829	5.489	17.409
Si	-38.073	-8.123	17.392
Si	-40.786	-5.437	17.426
Si	-38.123	-2.673	17.503
Si	-35.416	0.055	17.433
Si	-32.692	2.771	17.509
Si	-35.314	5.442	17.409
Si	-32.71	-8.106	17.453
Si	-35.431	-5.357	17.473
Si	-32.667	-2.708	17.454
Si	50.466	1.475	18.709
Si	53.064	4.184	18.956
Si	50.335	-9.492	19.068
Si	52.974	-6.719	18.831
Si	50.388	-4.045	18.832
Si	53.028	-1.366	18.795
Si	55.81	1.491	18.93
Si	-39.454	4.16	18.743
Si	55.764	-9.555	18.862
Si	-39.414	-6.793	18.782
Si	55.772	-4.063	18.747
Si	58.427	-1.379	18.925
Si	-36.756	1.426	18.809
Si	-34.062	4.087	18.894
Si	-36.647	-9.474	18.67
Si	-34.004	-6.657	18.797
Si	-36.827	-4.062	18.893
Si	-34.053	-1.335	18.736
Si	49.132	0.093	19.974
Si	51.729	2.749	20.245
Si	48.845	5.512	20.478
Si	51.725	-8.003	20.364
Si	48.967	-5.467	20.015
Si	51.685	-2.702	20.282
Si	54.44	-0.023	20.101
Si	57.158	2.969	20.286
Si	54.372	5.562	20.386
Si	57.206	-8.218	20.12
Si	54.369	-5.349	20.103
Si	57.104	-2.867	20.262
Si	59.778	0.094	20.162
Si	-35.429	2.751	20.275
Si	-37.963	5.461	19.98
Si	-35.403	-8.033	20.022
Si	-38.192	-5.439	20.289
Si	-35.373	-2.7	20.115
Si	50.522	-1.011	21.459
Si	52.878	1.04	21.439
Si	50.11	3.849	21.58
Si	53.486	-8.908	21.662
Si	49.961	-6.934	21.536
Si	53.333	-3.798	21.567
Si	55.551	-1.609	21.426
Si	58.71	1.724	21.515
Si	55.84	4.344	21.784
Si	58.948	-9.292	21.314
Si	55.767	-6.798	21.251
Si	57.969	-4.615	21.697
Si	61.376	-1.12	21.342
Si	-34.335	1.073	21.503
Si	-37.024	3.96	21.529
Si	-33.985	-9.209	21.393
Si	-36.894	-6.976	21.474
Si	-33.776	-3.748	21.494
Si	-32.787	3.986	24.353
Si	-33.838	6.891	-3.245
Si	48.303	0.151	-4.868
Si	-35.439	5.19	-6.727
Si	47.3	7.643	-2.697
Si	-48.502	-4.986	23.813
Si	-34.029	1.415	24.54
Si	-23.091	-6.637	-4.087
Si	-40.479	-0.226	23.597
Si	-35.952	7.318	26.1
Si	-38.717	-4.314	24.624
Si	-40.794	-7.865	25.566
Si	-30.687	-1.137	-3.269
Si	-24.015	-2.525	-6.738
Si	-32.414	-6.942	-3.015
Si	-45.097	-1.323	25.633
Si	-35.132	-1.377	-7.021
Si	-33.332	-1.571	25.539
Si	-40.45	3.015	-2.403
Si	-48.176	7.318	25.88
Si	-44.303	3.933	-4.675
Si	-45.522	1.972	-2.968
Si	-40.266	-4.082	-2.67
Si	-38.204	2.01	-6.637
Si	-40.5	6.262	23.632
Si	-33.485	-1.656	-4.624
Si	-38.096	5.073	-2.294
Si	-33.889	-3.958	-6.366
Si	-39.456	4.701	-6.349
Si	-38.867	-3.286	-5.126
Si	-40.971	-6.798	-3.377
Si	-36.396	-5.037	-5.119
Si	-42.69	0.391	25.568
Si	-36.46	-6.275	24.478
Si	-36.631	0.774	25.736
Si	-45.651	7.011	24.582
Si	-41.164	-5.312	-6.051
Si	-41.65	2.898	-5.247
Si	-47.679	4.043	-2.907
Si	-43.055	-2.995	-2.419
Si	-37.81	-0.702	-5.488
Si	-37.76	-1.668	24.107
Si	-29.155	1.301	-4.575
Si	-36.66	6.594	-4.543
Si	-43.615	2.535	23.706
Si	-35.991	-0.839	-2.987
Si	-45.583	6.237	-3.019
Si	48.066	4.728	25.912
Si	-46.15	4.159	24.204
Si	-39.315	7.472	-4.91
Si	-35.263	-5.7	-2.324
Si	-30.23	-5.939	-4.698
Si	-46.084	-5.008	-5.725
Si	-33.09	1.815	-5.664
Si	-30.911	-1.378	-0.226
Si	-28.228	1.439	-0.043
Si	-31.351	4.346	-0.172
Si	-27.755	6.36	-0.206
Si	-31.597	-6.498	-0.186
Si	-28.664	-3.689	-0.293
Si	-26.025	-0.771	-0.046
Si	-23.464	2.016	-0.062
Si	-25.632	4.138	0.411
Si	-23.093	7.152	0.016
Si	-25.362	-6.976	-0.142
Si	-22.704	-4.119	0.025
Si	-20.381	-1.203	-0.189
Si	-17.79	1.724	-0.083
Si	-20.06	3.924	0.053
Si	-17.396	6.799	0.29
Si	-20.617	-6.544	0.383
Si	-17.211	-4.435	0.07
Si	-29.824	0.179	1.169
Si	-27.109	2.774	1.519
Si	-29.674	5.504	1.031
Si	-26.952	-8.164	1.132
Si	-29.798	-5.403	0.942
Si	-27.095	-2.558	1.09
Si	-24.439	0.295	1.29
Si	-21.7	2.831	1.308
Si	-24.22	5.62	1.442
Si	-21.738	-8.112	1.603
Si	-24.39	-5.3	1.196
Si	-21.698	-2.459	1.308
Si	-18.908	0.047	1.188
Si	-16.227	2.821	1.292
Si	-18.973	5.51	1.419
Si	-16.244	-8.112	1.708
Si	-18.88	-5.393	1.415
Si	-16.186	-2.794	1.423
Si	-31.198	1.449	2.564
Si	-28.533	4.198	2.647
Si	-31.094	6.878	2.428
Si	-28.446	-6.76	2.373
Si	-31.229	-3.999	2.323
Si	-28.478	-1.249	2.519
Si	-25.744	1.452	2.827
Si	-22.929	4.201	2.77
Si	-25.69	6.931	2.704
Si	-23.116	-6.623	2.75
Si	-25.787	-3.944	2.501
Si	-23.108	-1.161	2.627
Si	-20.34	1.366	2.606
Si	-17.59	4.129	2.752
Si	-20.315	6.831	2.826
Si	-17.655	-6.725	2.921
Si	-20.287	-3.901	2.65
Si	-17.584	-1.31	2.638
Si	-32.587	0.055	3.856
Si	-29.875	2.802	3.966
Si	-32.496	5.527	3.848
Si	-29.799	-8.064	3.828
Si	-32.537	-5.359	3.805
Si	-29.889	-2.658	3.796
Si	-27.149	0.028	4.016
Si	-24.36	2.851	4.087
Si	-27.117	5.544	3.98
Si	-24.425	-8.012	4.103
Si	-27.148	-5.362	3.823
Si	-24.442	-2.612	3.934
Si	-21.696	0.086	4.039
Si	-18.997	2.741	4.041
Si	-21.645	5.505	4.194
Si	-19.008	-8.11	4.203
Si	-21.668	-5.285	4.028
Si	-18.95	-2.611	4.072
Si	-31.318	-1.303	16.137
Si	-28.618	1.425	16.138
Si	-31.345	4.11	16.11
Si	-28.626	-9.478	16.182
Si	-31.339	-6.771	16.094
Si	-28.637	-4.006	16.141
Si	-25.881	-1.287	16.207
Si	-23.18	1.436	16.285
Si	-25.93	4.134	16.218
Si	-23.16	-9.424	16.286
Si	-25.901	-6.744	16.222
Si	-23.168	-4.02	16.296
Si	-20.45	-1.297	16.38
Si	-17.693	1.451	16.457
Si	-20.427	4.154	16.379
Si	-17.692	-9.448	16.412
Si	-20.46	-6.704	16.376
Si	-17.722	-3.967	16.456
Si	-30.001	0.11	17.494
Si	-27.292	2.739	17.553
Si	-30.01	5.443	17.485
Si	-27.285	-8.106	17.557
Si	-29.998	-5.413	17.443
Si	-27.315	-2.617	17.496
Si	-24.541	0.055	17.613
Si	-21.851	2.797	17.677
Si	-24.592	5.533	17.547
Si	-21.826	-8.082	17.714
Si	-24.567	-5.385	17.603
Si	-21.827	-2.688	17.712
Si	-19.102	0.08	17.748
Si	-16.343	2.798	17.894
Si	-19.048	5.501	17.762
Si	-16.35	-8.081	17.793
Si	-19.147	-5.314	17.773
Si	-16.372	-2.589	17.849
Si	-31.346	1.44	18.901
Si	-28.701	4.067	18.883
Si	-31.431	-9.551	18.796
Si	-28.714	-6.764	18.852
Si	-31.316	-4.086	18.828
Si	-28.633	-1.205	18.843
Si	-25.932	1.395	18.942
Si	-23.27	4.207	18.926
Si	-25.948	-9.469	18.928
Si	-23.245	-6.723	19.04
Si	-26.032	-4.023	18.842
Si	-23.22	-1.323	19.001
Si	-20.507	1.431	19.06
Si	-17.706	4.193	19.222
Si	-20.428	-9.452	19.065
Si	-17.776	-6.687	19.079
Si	-20.524	-3.99	19.204
Si	-17.798	-1.231	19.213
Si	-32.755	0.041	20.125
Si	-30.043	2.762	20.365
Si	-32.755	5.453	20.275
Si	-30.067	-8.207	20.112
Si	-32.632	-5.408	20.288
Si	-29.985	-2.628	20.075
Si	-27.318	0.082	20.333
Si	-24.605	2.818	20.256
Si	-27.326	5.44	20.185
Si	-24.659	-8.116	20.35
Si	-27.416	-5.374	20.206
Si	-24.726	-2.647	20.214
Si	-21.853	-0.012	20.396
Si	-19.203	2.844	20.465
Si	-21.932	5.549	20.308
Si	-19.124	-8.054	20.469
Si	-21.942	-5.375	20.522
Si	-19.169	-2.61	20.597
Si	-31.568	-1.521	21.35
Si	-28.392	1.692	21.676
Si	-31.177	4.369	21.677
Si	-28.929	-9.765	21.429
Si	-31.605	-7.176	21.516
Si	-28.483	-3.717	21.473
Si	-26.221	-1.524	21.654
Si	-23.078	1.597	21.515
Si	-26.185	3.947	21.565
Si	-23.051	-9.214	21.667
Si	-25.961	-6.579	21.559
Si	-23.787	-4.283	21.546
Si	-20.369	-1.036	21.957
Si	-18.252	1.338	21.975
Si	-20.929	3.921	21.636
Si	-17.405	-9.063	21.74
Si	-20.791	-7.019	21.8
Si	-17.504	-3.87	21.699
Si	-15.772	7.994	-6.048
Si	-20.553	1.739	25.963
Si	-29.513	3.255	-2.376
Si	-30.65	-1.234	24.23
Si	-33.773	4.116	-4.285
Si	-27.646	-8.03	23.766
Si	-9.303	6.041	-4.553
Si	-13.43	3.451	-4.806
Si	-24.64	0.114	23.868
Si	-17.672	7.213	24.681
Si	-23.752	-4.086	24.48
Si	-23.528	-6.833	25.521
Si	-21.749	4.238	24.378
Si	-10.746	-7.652	-5.115
Si	-16.203	2.513	-5.907
Si	-31.562	-5.352	25.793
Si	-18.404	-2.597	-1.942
Si	-14.002	0.249	23.824
Si	-22.07	0.471	-2.318
Si	-30.454	-7.647	24.375
Si	-26.023	1.353	-4.68
Si	-34.331	1.583	-2.95
Si	-21.216	-2.424	-5.29
Si	-25.488	7.22	25.651
Si	-16.215	-0.567	-6.331
Si	-14.664	-1.469	-2.81
Si	-21.154	5.813	-2.149
Si	-24.42	5.21	23.794
Si	-26.63	-3.828	25.887
Si	-24.65	-0.94	-2.882
Si	-28.13	-8.007	-4.672
Si	-21.99	-4.148	-2.922
Si	-29.181	-3.855	24.31
Si	-17.632	-6.236	25.799
Si	-21.984	-6.849	-6.772
Si	-29.011	1.003	24.726
Si	-25.83	-3.394	-4.375
Si	-35.369	5.495	23.631
Si	-34.268	-4.2	24.533
Si	-28.655	-3.56	-3.363
Si	-19.904	-4.842	-6.84
Si	-21.107	-2.756	24.469
Si	-11.849	1.887	-2.863
Si	-18.589	7.734	-2.4
Si	-18.62	-1.29	-4.556
Si	-17.152	-0.029	-2.5
Si	-27.693	5.802	-3.084
Si	-31.009	6.006	25.767
Si	-22.365	4.782	-4.932
Si	-25.48	4.499	-4.668
Si	-20.531	-6.672	-2.588
Si	-22.802	-0.185	26.141
Si	-25.855	-6.383	-3.134
Si	-20.934	2.149	-4.762
Si	-14.431	-1.8	0.255
Si	-11.904	1.002	0.07
Si	-15.166	4.557	0.083
Si	-11.844	6.564	0.326
Si	-15.069	-6.661	0.354
Si	-12.24	-3.959	0.627
Si	-9.86	-1.386	0.221
Si	-6.582	0.991	0.048
Si	-9.691	4.296	0.295
Si	-7.035	6.86	0.175
Si	-9.256	-7.215	0.199
Si	-6.514	-4.394	0.055
Si	-4.252	-1.097	0.195
Si	-1.763	1.491	0.08
Si	-3.948	3.768	0.133
Si	-1.279	6.684	0.196
Si	-4.246	-6.623	0.059
Si	-1.271	-4.312	0.113
Si	-13.491	-0.03	1.465
Si	-10.861	2.636	1.438
Si	-13.553	5.492	1.505
Si	-10.764	-8.214	1.659
Si	-13.527	-5.531	1.674
Si	-10.858	-2.658	1.885
Si	-8.165	-0.162	1.352
Si	-5.517	2.618	1.426
Si	-8.142	5.405	1.615
Si	-5.407	8.088	1.363
Si	-8.149	-5.481	1.369
Si	-5.408	-2.782	1.379
Si	-2.789	0.032	1.57
Si	-0.086	2.652	1.296
Si	-2.811	5.395	1.421
Si	-0.014	8.234	1.375
Si	-2.736	-5.499	1.481
Si	-0.039	-2.608	1.2
Si	-14.904	1.414	2.691
Si	-12.234	4.019	2.807
Si	-14.835	6.834	2.945
Si	-12.144	-6.858	2.968
Si	-14.901	-4.085	2.925
Si	-12.239	-1.248	3.054
Si	-9.457	1.293	2.77
Si	-6.779	4	2.847
Si	-9.445	6.758	3.006
Si	-6.768	-6.836	2.759
Si	-9.413	-4.152	2.894
Si	-6.798	-1.458	2.771
Si	-4.156	1.366	2.887
Si	-1.398	4.028	2.744
Si	-4.119	6.752	2.793
Si	-1.386	-6.847	2.818
Si	-4.066	-4.09	2.799
Si	-1.351	-1.376	2.735
Si	-16.27	0.05	4.055
Si	-13.592	2.713	4.175
Si	-16.265	5.458	4.191
Si	-13.516	-8.161	4.323
Si	-16.281	-5.395	4.269
Si	-13.594	-2.691	4.29
Si	-10.801	0.073	4.281
Si	-8.151	2.657	4.186
Si	-10.883	5.377	4.225
Si	-8.085	-8.142	4.246
Si	-10.806	-5.45	4.265
Si	-8.095	-2.764	4.227
Si	-5.484	-0.063	4.172
Si	-2.742	2.721	4.175
Si	-5.441	5.401	4.184
Si	-2.74	8.097	4.153
Si	-5.431	-5.465	4.146
Si	-2.699	-2.731	4.129
Si	-15.002	-1.242	16.487
Si	-12.266	1.424	16.491
Si	-14.979	4.133	16.484
Si	-12.242	-9.454	16.463
Si	-14.962	-6.709	16.471
Si	-12.249	-3.996	16.428
Si	-9.54	-1.301	16.454
Si	-6.785	1.372	16.392
Si	-9.523	4.128	16.453
Si	-6.797	6.76	16.386
Si	-9.51	-6.751	16.416
Si	-6.784	-4.058	16.394
Si	-4.077	-1.381	16.379
Si	-1.361	1.297	16.375
Si	-4.083	4.018	16.415
Si	-1.328	6.734	16.37
Si	-4.051	9.476	16.336
Si	-1.326	-4.116	16.331
Si	-13.683	0.147	17.892
Si	-10.858	2.764	17.83
Si	-13.58	5.481	17.823
Si	-10.879	-8.062	17.804
Si	-13.554	-5.352	17.825
Si	-10.958	-2.6	17.815
Si	-8.133	0.056	17.775
Si	-5.421	2.646	17.811
Si	-8.15	5.469	17.82
Si	-5.39	8.096	17.681
Si	-8.143	-5.387	17.76
Si	-5.425	-2.716	17.765
Si	-2.698	-0.077	17.751
Si	-0.03	2.691	17.708
Si	-2.719	5.406	17.728
Si	0.074	-8.28	17.736
Si	-2.672	-5.488	17.653
Si	-0.02	-2.792	17.769
Si	-15.026	1.48	19.375
Si	-12.227	4.095	19.209
Si	-14.925	-9.424	19.136
Si	-12.161	-6.671	19.238
Si	-14.897	-3.931	19.128
Si	-12.29	-1.17	19.227
Si	-9.42	1.452	19.171
Si	-6.764	4.062	19.143
Si	-9.512	6.911	19.148
Si	-6.712	9.492	18.984
Si	-9.554	-3.986	19.077
Si	-6.799	-1.325	19.122
Si	-4.058	1.21	19.157
Si	-1.423	4.01	19.088
Si	-4.047	6.775	19.102
Si	-1.312	-6.862	18.982
Si	-3.999	-4.127	19.021
Si	-1.412	-1.466	19.16
Si	-16.538	0.157	20.703
Si	-13.577	2.845	20.736
Si	-16.281	5.579	20.55
Si	-13.53	-8.081	20.523
Si	-16.32	-5.33	20.333
Si	-13.661	-2.515	20.606
Si	-10.806	0.183	20.529
Si	-8.06	2.735	20.621
Si	-10.83	5.489	20.496
Si	-8.075	8.296	20.427
Si	-10.784	-5.264	20.607
Si	-8.239	-2.617	20.434
Si	-5.369	-0.173	20.588
Si	-2.766	2.646	20.484
Si	-5.381	5.417	20.475
Si	-2.661	-8.154	20.385
Si	-5.336	-5.515	20.325
Si	-2.728	-2.88	20.565
Si	-15.43	-1.534	21.928
Si	-12.085	1.482	22.034
Si	-14.681	4.567	21.983
Si	-12.327	6.679	21.852
Si	-15.158	-6.848	21.67
Si	-11.967	-3.589	21.841
Si	-9.724	-1.399	21.874
Si	-6.425	1.493	21.854
Si	-9.161	4.47	21.825
Si	-6.926	6.694	21.685
Si	-9.008	9.979	21.81
Si	-6.847	-4.164	21.452
Si	-4.557	-2.08	21.888
Si	-1.266	1.396	21.771
Si	-4.3	3.813	21.843
Si	-1.165	6.952	21.71
Si	-3.722	-6.552	21.73
Si	-1.428	-4.435	21.82
Si	1.535	-3.751	-6.867
Si	-5.282	5.577	-1.994
Si	-14.597	5.156	-2.708
Si	-0.164	-5.714	-5.003
Si	-18.614	3.847	-4.945
Si	-13.222	-5.558	23.76
Si	8.591	-5.016	-6.406
Si	4.118	-4.646	-2.987
Si	-7.963	-0.041	24.147
Si	-5.137	7.982	23.916
Si	-3.713	-2.071	24.942
Si	-1.283	3.17	-6.893
Si	-2.997	5.709	23.994
Si	-2.014	0.482	24.662
Si	1.949	-6.899	-3.078
Si	-13.489	-6.912	-4.427
Si	-6.598	-0.976	-4.403
Si	5.473	-5.534	-6.658
Si	-10.91	-0.187	-4.893
Si	-8.57	2.465	26.035
Si	-13.367	-0.786	-6.868
Si	-10.474	-3.675	-1.653
Si	-6.933	-6.221	-4.096
Si	-10.889	-7.714	23.824
Si	-4.298	2.822	-6.695
Si	-1.625	1.246	-2.853
Si	-4.899	5.319	-4.982
Si	-1.923	-3.449	-4.607
Si	-3.052	7.863	-2.063
Si	-4.497	1.092	-4.177
Si	-6.11	-3.631	-2.745
Si	-3.159	-2.874	-1.961
Si	-19.378	-5.183	23.792
Si	0.471	-2.934	23.906
Si	-0.759	-1.945	-6.821
Si	-10.783	3.44	24.259
Si	-15.098	3.038	24.582
Si	-17.954	2.598	24.9
Si	-16.959	6.056	-4.159
Si	-9.429	-6.246	-2.612
Si	-12.984	4.841	25.874
Si	-1.205	-7.699	-7.011
Si	2.312	0.709	-2.155
Si	-7.181	1.597	-2.99
Si	-0.264	0.733	-5.421
Si	-14.294	-3.887	-4.542
Si	-13.526	7.92	-1.818
Si	-12.083	-2.314	-3.798
Si	-14.892	7.094	26.061
Si	-6.73	7.581	-5.374
Si	-14.779	-6.007	26.188
Si	3.999	-3.012	-5.354
Si	-8.319	-6.795	-6.643
Si	-9.351	3.713	-2.622
Si	1.354	-1.383	5.457
Si	4.08	1.306	5.431
Si	1.345	4.061	5.44
Si	4.045	6.768	5.443
Si	1.345	9.513	5.435
Si	4.057	12.175	5.44
Si	6.825	-1.41	5.438
Si	9.512	1.323	5.474
Si	6.781	4.044	5.438
Si	9.514	6.741	5.428
Si	6.791	9.493	5.406
Si	9.544	12.158	5.38
Si	12.253	-1.423	5.456
Si	14.998	1.267	5.505
Si	12.247	4.055	5.455
Si	14.946	6.778	5.453
Si	12.26	9.464	5.419
Si	14.964	12.17	5.506
Si	17.693	-1.392	5.497
Si	20.382	1.325	5.557
Si	17.699	4.055	5.536
Si	20.378	6.782	5.526
Si	17.666	9.482	5.485
Si	20.415	12.199	5.502
Si	23.105	-1.423	5.537
Si	25.82	1.335	5.586
Si	23.088	4.08	5.566
Si	25.81	6.792	5.533
Si	23.11	9.528	5.513
Si	25.79	-4.145	5.539
Si	28.52	-1.368	5.572
Si	31.218	1.334	5.517
Si	28.506	4.066	5.505
Si	31.196	6.772	5.474
Si	28.509	-6.826	5.494
Si	31.239	-4.107	5.496
Si	33.922	-1.368	5.436
Si	36.626	1.344	5.407
Si	33.905	4.071	5.45
Si	36.598	6.773	5.405
Si	33.914	-6.823	5.457
Si	36.649	-4.119	5.464
Si	39.371	-1.381	5.427
Si	42.052	1.362	5.371
Si	39.32	4.059	5.372
Si	42.075	6.82	5.365
Si	39.365	-6.792	5.368
Si	42.093	-4.091	5.308
Si	44.823	-1.351	5.282
Si	47.567	1.354	5.292
Si	44.795	4.116	5.329
Si	47.559	6.851	5.242
Si	44.832	-6.793	5.291
Si	47.602	-4.092	5.264
Si	50.282	-1.354	5.268
Si	53.06	1.397	5.28
Si	50.312	4.112	5.249
Si	-44.864	6.856	5.179
Si	50.326	-6.753	5.145
Si	-44.888	-4.064	5.172
Si	-42.159	-1.353	5.197
Si	-39.405	1.398	5.246
Si	-42.157	4.128	5.2
Si	-39.404	6.824	5.216
Si	-42.155	-6.772	5.186
Si	-39.44	-4.043	5.222
Si	-36.686	-1.301	5.254
Si	-33.942	1.409	5.24
Si	-36.667	4.133	5.234
Si	-33.904	6.842	5.235
Si	-36.702	-6.747	5.226
Si	-33.909	-4.03	5.214
Si	-31.225	-1.31	5.209
Si	-28.51	1.433	5.317
Si	-31.232	4.164	5.293
Si	-28.492	6.918	5.286
Si	-31.19	-6.715	5.191
Si	-28.525	-4.011	5.196
Si	-25.788	-1.313	5.362
Si	-23.03	1.449	5.423
Si	-25.777	4.192	5.381
Si	-23.061	6.911	5.442
Si	-25.837	-6.655	5.347
Si	-23.07	-3.945	5.352
Si	-20.345	-1.274	5.42
Si	-17.644	1.397	5.436
Si	-20.301	4.103	5.486
Si	-17.626	6.843	5.533
Si	-20.385	-6.691	5.46
Si	-17.656	-3.979	5.52
Si	-14.975	-1.29	5.54
Si	-12.215	1.411	5.583
Si	-14.932	4.086	5.549
Si	-12.189	6.759	5.626
Si	-14.916	-6.77	5.602
Si	-12.193	-4.064	5.588
Si	-9.476	-1.376	5.569
Si	-6.807	1.307	5.554
Si	-9.506	4.031	5.56
Si	-6.766	6.775	5.569
Si	-9.467	-6.813	5.614
Si	-6.75	-4.118	5.569
Si	-4.073	-1.39	5.505
Si	-1.374	1.326	5.484
Si	-4.076	4.07	5.549
Si	-1.366	6.747	5.486
Si	-4.08	-6.833	5.506
Si	-1.369	-4.097	5.498
Si	2.725	-0.039	6.813
Si	5.431	2.672	6.798
Si	2.697	5.411	6.815
Si	5.441	8.12	6.78
Si	2.714	10.83	6.822
Si	5.432	-2.766	6.78
Si	8.163	-0.056	6.82
Si	10.885	2.687	6.814
Si	8.153	5.394	6.799
Si	10.886	8.105	6.781
Si	8.164	10.837	6.772
Si	10.878	-2.796	6.785
Si	13.614	-0.08	6.842
Si	16.322	2.675	6.862
Si	13.6	5.409	6.823
Si	16.311	8.116	6.841
Si	13.586	10.814	6.834
Si	16.336	-2.775	6.844
Si	19.025	-0.043	6.895
Si	21.743	2.69	6.905
Si	19.054	5.402	6.898
Si	21.751	8.146	6.865
Si	19.036	10.84	6.848
Si	21.746	-2.768	6.898
Si	24.45	-0.046	6.903
Si	27.181	2.71	6.906
Si	24.456	5.438	6.904
Si	27.173	-8.176	6.885
Si	24.446	-5.471	6.922
Si	27.159	-2.766	6.884
Si	29.879	-0.008	6.906
Si	32.578	2.715	6.842
Si	29.87	5.417	6.864
Si	32.562	-8.179	6.823
Si	29.871	-5.461	6.851
Si	32.601	-2.735	6.832
Si	35.285	-0.007	6.791
Si	38.002	2.695	6.762
Si	35.277	5.423	6.803
Si	38.007	-8.174	6.722
Si	35.298	-5.482	6.812
Si	38.01	-2.73	6.786
Si	40.742	-0.013	6.754
Si	43.445	2.74	6.686
Si	40.714	5.435	6.702
Si	43.483	-8.147	6.676
Si	40.747	-5.436	6.706
Si	43.479	-2.727	6.653
Si	46.197	0.001	6.647
Si	48.948	2.743	6.607
Si	46.215	5.476	6.626
Si	48.958	-8.103	6.554
Si	46.221	-5.436	6.626
Si	48.938	-2.715	6.63
Si	51.674	0.016	6.596
Si	-43.502	2.78	6.596
Si	-46.225	5.49	6.563
Si	-43.514	-8.119	6.56
Si	-46.247	-5.413	6.549
Si	-43.526	-2.707	6.553
Si	-40.792	0.02	6.562
Si	-38.044	2.772	6.588
Si	-40.783	5.474	6.567
Si	-38.06	-8.116	6.578
Si	-40.804	-5.411	6.563
Si	-38.058	-2.687	6.576
Si	-35.328	0.069	6.601
Si	-32.603	2.779	6.617
Si	-35.298	5.49	6.587
Si	-32.567	-8.077	6.57
Si	-35.313	-5.383	6.56
Si	-32.582	-2.66	6.591
Si	-29.891	0.049	6.623
Si	-27.147	2.791	6.689
Si	-29.86	5.533	6.633
Si	-27.168	-8.053	6.692
Si	-29.862	-5.366	6.594
Si	-27.178	-2.689	6.652
Si	-24.427	0.065	6.726
Si	-21.695	2.777	6.828
Si	-24.433	5.538	6.767
Si	-21.724	-8.062	6.822
Si	-24.442	-5.323	6.707
Si	-21.721	-2.629	6.77
Si	-19.002	0.062	6.822
Si	-16.311	2.734	6.871
Si	-18.984	5.478	6.871
Si	-16.292	-8.127	6.925
Si	-19.02	-5.36	6.846
Si	-16.314	-2.646	6.909
Si	-13.588	0.036	6.909
Si	-10.873	2.742	6.963
Si	-13.592	5.436	6.949
Si	-10.839	-8.171	6.958
Si	-13.562	-5.407	6.947
Si	-10.851	-2.701	6.942
Si	-8.148	-0.019	6.945
Si	-5.443	2.693	6.888
Si	-8.154	5.422	6.907
Si	-5.416	-8.176	6.911
Si	-8.128	-5.436	6.952
Si	-5.405	-2.743	6.906
Si	-2.726	-0.022	6.863
Si	-0.002	2.694	6.821
Si	-2.711	5.42	6.89
Si	-0.004	8.138	6.812
Si	-2.722	-5.466	6.859
Si	-0.001	-2.737	6.837
Si	1.362	1.326	8.172
Si	4.071	4.039	8.158
Si	1.346	6.769	8.18
Si	4.084	9.466	8.163
Si	1.361	-4.115	8.179
Si	4.079	-1.413	8.161
Si	6.789	1.308	8.162
Si	9.514	4.036	8.169
Si	6.797	6.762	8.153
Si	9.518	9.466	8.139
Si	6.802	-4.125	8.14
Si	9.528	-1.425	8.159
Si	12.249	1.314	8.169
Si	14.951	4.041	8.196
Si	12.234	6.761	8.175
Si	14.958	9.472	8.203
Si	12.227	-4.139	8.178
Si	14.968	-1.429	8.21
Si	17.674	1.324	8.242
Si	20.399	4.046	8.267
Si	17.667	6.76	8.221
Si	20.388	9.49	8.229
Si	17.691	-4.121	8.218
Si	20.389	-1.402	8.25
Si	23.097	1.321	8.258
Si	25.811	4.064	8.255
Si	23.1	6.793	8.252
Si	25.818	-6.831	8.259
Si	23.099	-4.108	8.275
Si	25.816	-1.398	8.255
Si	28.534	1.353	8.264
Si	31.234	4.067	8.219
Si	28.528	6.782	8.237
Si	31.231	-6.817	8.206
Si	28.525	-4.114	8.236
Si	31.248	-1.389	8.218
Si	33.952	1.351	8.177
Si	36.664	4.065	8.135
Si	33.936	6.785	8.173
Si	36.678	-6.834	8.135
Si	33.964	-4.099	8.177
Si	36.659	-1.366	8.142
Si	39.382	1.344	8.11
Si	42.097	4.087	8.057
Si	39.382	6.797	8.079
Si	42.128	-6.793	8.042
Si	39.405	-4.09	8.099
Si	42.142	-1.374	8.056
Si	44.849	1.377	8.007
Si	47.587	4.106	7.965
Si	44.861	6.813	8.011
Si	47.603	-6.785	7.967
Si	44.862	-4.078	7.998
Si	47.576	-1.356	7.99
Si	50.321	1.385	7.955
Si	-44.873	4.134	7.939
Si	50.316	6.843	7.916
Si	-44.883	-6.766	7.919
Si	-47.59	-4.067	7.953
Si	-44.873	-1.345	7.935
Si	-42.142	1.392	7.928
Si	-39.425	4.122	7.936
Si	-42.147	6.843	7.919
Si	-39.435	-6.763	7.926
Si	-42.163	-4.053	7.923
Si	-39.426	-1.325	7.929
Si	-36.694	1.419	7.955
Si	-33.974	4.128	7.969
Si	-36.688	6.848	7.93
Si	-33.96	-6.741	7.93
Si	-36.69	-4.04	7.927
Si	-33.969	-1.309	7.943
Si	-31.251	1.413	7.977
Si	-28.521	4.163	8.016
Si	-31.241	6.884	7.973
Si	-28.54	-6.705	8.022
Si	-31.234	-4.017	7.96
Si	-28.532	-1.305	7.998
Si	-25.798	1.432	8.067
Si	-23.08	4.162	8.136
Si	-25.813	6.906	8.078
Si	-23.111	-6.693	8.123
Si	-25.817	-3.997	8.069
Si	-23.082	-1.275	8.125
Si	-20.352	1.42	8.197
Si	-17.643	4.12	8.243
Si	-20.367	6.873	8.183
Si	-17.668	-6.729	8.229
Si	-20.391	-3.995	8.176
Si	-17.678	-1.286	8.241
Si	-14.952	1.399	8.262
Si	-12.231	4.101	8.317
Si	-14.943	6.831	8.287
Si	-12.215	-6.788	8.295
Si	-14.946	-4.023	8.262
Si	-12.235	-1.332	8.275
Si	-9.518	1.353	8.291
Si	-6.797	4.058	8.258
Si	-9.491	6.785	8.301
Si	-6.778	-6.818	8.282
Si	-9.502	-4.069	8.297
Si	-6.779	-1.385	8.272
Si	-4.08	1.333	8.237
Si	-1.353	4.037	8.213
Si	-4.063	6.78	8.256
Si	-1.358	-6.836	8.199
Si	-4.062	-4.114	8.251
Si	-1.362	-1.389	8.209
Si	0.006	-0.028	9.549
Si	2.717	2.682	9.533
Si	0.001	5.407	9.558
Si	2.722	8.115	9.531
Si	0.002	-5.471	9.547
Si	2.723	-2.763	9.537
Si	5.431	-0.051	9.523
Si	8.155	2.665	9.519
Si	5.438	5.396	9.512
Si	8.163	8.113	9.516
Si	5.448	-5.487	9.512
Si	8.154	-2.774	9.517
Si	10.884	-0.055	9.517
Si	13.595	2.672	9.549
Si	10.878	5.393	9.533
Si	13.598	8.103	9.551
Si	10.869	-5.505	9.526
Si	13.596	-2.79	9.548
Si	16.315	-0.055	9.579
Si	19.039	2.671	9.61
Si	16.316	5.387	9.571
Si	19.033	8.119	9.583
Si	16.324	-5.49	9.563
Si	19.035	-2.767	9.601
Si	21.745	-0.042	9.618
Si	24.459	2.69	9.608
Si	21.76	5.411	9.611
Si	24.465	-8.187	9.62
Si	21.74	-5.48	9.613
Si	24.463	-2.748	9.628
Si	27.173	-0.025	9.605
Si	29.895	2.715	9.601
Si	27.174	5.425	9.605
Si	29.887	-8.171	9.586
Si	27.177	-5.465	9.612
Si	29.889	-2.744	9.58
Si	32.609	-0.013	9.551
Si	35.324	2.71	9.52
Si	32.602	5.433	9.561
Si	35.323	-8.18	9.508
Si	32.605	-5.451	9.545
Si	35.328	-2.733	9.519
Si	38.039	-0.013	9.485
Si	40.764	2.716	9.433
Si	38.044	5.434	9.461
Si	40.777	-8.16	9.407
Si	38.053	-5.456	9.463
Si	40.783	-2.727	9.431
Si	43.51	0.006	9.385
Si	46.236	2.745	9.337
Si	43.499	5.451	9.375
Si	46.244	-8.145	9.341
Si	43.508	-5.434	9.377
Si	46.227	-2.716	9.354
Si	48.962	0.02	9.316
Si	-46.23	2.759	9.294
Si	48.965	5.477	9.297
Si	-46.239	-8.129	9.284
Si	-48.954	-5.421	9.318
Si	-46.227	-2.699	9.306
Si	-43.511	0.032	9.283
Si	-40.785	2.755	9.29
Si	-43.505	5.487	9.29
Si	-40.794	-8.12	9.29
Si	-43.52	-5.41	9.286
Si	-40.796	-2.687	9.276
Si	-38.068	0.044	9.286
Si	-35.347	2.776	9.322
Si	-38.066	5.491	9.29
Si	-35.335	-8.103	9.287
Si	-38.068	-5.398	9.276
Si	-35.344	-2.669	9.291
Si	-32.625	0.051	9.322
Si	-29.897	2.781	9.342
Si	-32.615	5.505	9.312
Si	-29.9	-8.084	9.358
Si	-32.614	-5.377	9.305
Si	-29.897	-2.664	9.353
Si	-27.18	0.055	9.386
Si	-24.452	2.785	9.461
Si	-27.173	5.515	9.402
Si	-24.462	-8.074	9.466
Si	-27.18	-5.37	9.408
Si	-24.461	-2.644	9.452
Si	-21.735	0.063	9.526
Si	-19.018	2.776	9.59
Si	-21.735	5.51	9.527
Si	-19.025	-8.098	9.576
Si	-21.75	-5.363	9.519
Si	-19.04	-2.657	9.575
Si	-16.317	0.052	9.621
Si	-13.606	2.748	9.652
Si	-16.308	5.48	9.633
Si	-13.593	-8.124	9.653
Si	-16.313	-5.382	9.613
Si	-13.597	-2.678	9.642
Si	-10.888	0.02	9.653
Si	-8.161	2.722	9.637
Si	-10.874	5.463	9.666
Si	-8.144	-8.161	9.65
Si	-10.872	-5.418	9.655
Si	-8.15	-2.712	9.652
Si	-5.435	-0.013	9.618
Si	-2.716	2.692	9.583
Si	-5.437	5.424	9.608
Si	-2.706	-8.178	9.595
Si	-5.426	-5.453	9.628
Si	-2.711	-2.741	9.59
Si	1.361	-1.403	10.9
Si	4.07	1.307	10.885
Si	1.358	4.034	10.906
Si	4.077	6.744	10.883
Si	1.365	9.478	10.891
Si	4.087	-4.133	10.882
Si	6.792	-1.412	10.878
Si	9.52	1.305	10.877
Si	6.795	4.029	10.872
Si	9.518	6.752	10.888
Si	6.8	9.469	10.88
Si	9.508	-4.141	10.878
Si	12.235	-1.414	10.888
Si	14.953	1.314	10.92
Si	12.235	4.033	10.906
Si	14.956	6.746	10.923
Si	12.234	9.464	10.898
Si	14.963	-4.135	10.919
Si	17.678	-1.402	10.952
Si	20.396	1.318	10.983
Si	17.674	4.034	10.947
Si	20.395	6.766	10.954
Si	17.678	9.478	10.942
Si	20.388	-4.121	10.973
Si	23.106	-1.391	10.987
Si	25.814	1.332	10.967
Si	23.112	4.049	10.978
Si	25.822	-9.547	10.978
Si	23.112	-6.826	10.975
Si	25.828	-4.105	10.98
Si	28.54	-1.384	10.95
Si	31.263	1.345	10.929
Si	28.535	4.068	10.961
Si	31.257	-9.524	10.934
Si	28.541	-6.818	10.968
Si	31.257	-4.098	10.927
Si	33.976	-1.376	10.891
Si	36.697	1.347	10.86
Si	33.979	4.069	10.897
Si	36.701	-9.535	10.844
Si	33.984	-6.811	10.879
Si	36.713	-4.095	10.845
Si	39.428	-1.377	10.809
Si	42.156	1.358	10.761
Si	39.42	4.074	10.804
Si	42.155	-9.513	10.752
Si	39.434	-6.812	10.793
Si	42.159	-4.089	10.764
Si	44.882	-1.355	10.726
Si	47.614	1.386	10.681
Si	44.884	4.096	10.713
Si	47.611	-9.505	10.688
Si	44.884	-6.796	10.713
Si	47.611	-4.069	10.692
Si	50.339	-1.333	10.668
Si	-44.864	1.399	10.647
Si	-47.588	4.119	10.653
Si	-44.874	-9.482	10.646
Si	-47.589	-6.78	10.665
Si	-44.864	-4.053	10.664
Si	-42.152	-1.328	10.641
Si	-39.427	1.399	10.649
Si	-42.149	4.119	10.645
Si	-39.44	-9.481	10.653
Si	-42.155	-6.761	10.65
Si	-39.434	-4.041	10.635
Si	-36.714	-1.315	10.647
Si	-33.995	1.407	10.673
Si	-36.723	4.13	10.664
Si	-33.991	-9.464	10.661
Si	-36.715	-6.755	10.642
Si	-33.993	-4.026	10.657
Si	-31.276	-1.307	10.694
Si	-28.551	1.425	10.722
Si	-31.273	4.137	10.683
Si	-28.548	-9.443	10.732
Si	-31.275	-6.729	10.696
Si	-28.554	-4.011	10.745
Si	-25.831	-1.283	10.787
Si	-23.102	1.439	10.857
Si	-25.826	4.156	10.788
Si	-23.111	-9.437	10.851
Si	-25.838	-6.722	10.799
Si	-23.117	-3.995	10.85
Si	-20.394	-1.288	10.92
Si	-17.67	1.424	10.972
Si	-20.389	4.154	10.921
Si	-17.675	-9.454	10.965
Si	-20.396	-6.723	10.907
Si	-17.682	-4.011	10.956
Si	-14.963	-1.308	10.992
Si	-12.246	1.39	11.012
Si	-14.955	4.127	11.006
Si	-12.237	-9.483	11.015
Si	-14.963	-6.744	10.994
Si	-12.245	-4.046	11.006
Si	-9.526	-1.344	11.003
Si	-6.804	1.347	10.979
Si	-9.52	4.086	11.006
Si	-6.786	-9.534	10.988
Si	-9.514	-6.787	11.002
Si	-6.79	-4.088	10.988
Si	-4.075	-1.384	10.958
Si	-1.353	1.322	10.924
Si	-4.078	4.051	10.948
Si	-1.356	6.758	10.932
Si	-4.068	-6.828	10.968
Si	-1.354	-4.117	10.924
Si	2.717	-0.049	12.261
Si	5.431	2.673	12.231
Si	2.719	5.392	12.254
Si	5.44	8.1	12.236
Si	2.726	10.83	12.246
Si	5.435	-2.769	12.246
Si	8.154	-0.053	12.231
Si	10.87	2.664	12.253
Si	8.16	5.378	12.237
Si	10.881	8.102	12.259
Si	8.155	10.826	12.249
Si	10.872	-2.782	12.233
Si	13.585	-0.055	12.258
Si	16.317	2.662	12.294
Si	13.604	5.38	12.28
Si	16.32	8.103	12.286
Si	13.604	10.814	12.261
Si	16.316	-2.774	12.292
Si	19.037	-0.052	12.333
Si	21.766	2.677	12.343
Si	19.047	5.389	12.303
Si	21.763	8.114	12.319
Si	19.034	10.828	12.322
Si	21.745	-2.76	12.337
Si	24.469	-0.028	12.344
Si	27.174	2.7	12.315
Si	24.471	5.407	12.342
Si	27.179	-8.177	12.33
Si	24.469	-5.465	12.34
Si	27.194	-2.739	12.33
Si	29.9	-0.009	12.29
Si	32.63	2.708	12.27
Si	29.903	5.438	12.3
Si	32.633	-8.151	12.266
Si	29.91	-5.445	12.311
Si	32.624	-2.726	12.266
Si	35.351	-0.02	12.23
Si	38.076	2.717	12.186
Si	35.358	5.436	12.229
Si	38.089	-8.169	12.167
Si	35.36	-5.451	12.216
Si	38.09	-2.742	12.193
Si	40.809	-0.007	12.133
Si	43.538	2.734	12.084
Si	40.806	5.445	12.122
Si	43.533	-8.153	12.094
Si	40.804	-5.45	12.135
Si	43.536	-2.723	12.096
Si	46.262	0.024	12.045
Si	48.99	2.752	12.024
Si	46.253	5.461	12.063
Si	48.98	-8.141	12.035
Si	46.259	-5.44	12.055
Si	48.985	-2.698	12.03
Si	51.706	0.042	12.017
Si	-43.51	2.766	12.01
Si	-46.227	5.476	12.013
Si	-43.511	-8.13	12.006
Si	-46.22	-5.422	12.017
Si	-43.502	-2.683	12.017
Si	-40.792	0.036	11.995
Si	-38.082	2.761	12.02
Si	-40.799	5.472	12.019
Si	-38.087	-8.107	12.004
Si	-40.796	-5.39	12.004
Si	-38.084	-2.675	11.997
Si	-35.369	0.047	12.019
Si	-32.644	2.773	12.031
Si	-35.364	5.496	12.012
Si	-32.642	-8.104	12.029
Si	-35.365	-5.389	12.002
Si	-32.656	-2.665	12.037
Si	-29.924	0.056	12.06
Si	-27.207	2.782	12.108
Si	-29.922	5.496	12.048
Si	-27.205	-8.098	12.128
Si	-29.931	-5.377	12.082
Si	-27.199	-2.657	12.121
Si	-24.481	0.066	12.178
Si	-21.757	2.785	12.261
Si	-24.48	5.505	12.182
Si	-21.761	-8.093	12.245
Si	-24.487	-5.368	12.177
Si	-21.764	-2.656	12.249
Si	-19.045	0.065	12.31
Si	-16.323	2.777	12.356
Si	-19.041	5.506	12.312
Si	-16.328	-8.099	12.356
Si	-19.042	-5.378	12.303
Si	-16.337	-2.656	12.346
Si	-13.613	0.045	12.371
Si	-10.893	2.754	12.377
Si	-13.602	5.488	12.375
Si	-10.886	-8.12	12.374
Si	-13.617	-5.384	12.376
Si	-10.893	-2.685	12.371
Si	-8.175	0.021	12.361
Si	-5.44	2.705	12.321
Si	-8.161	5.451	12.353
Si	-5.424	-8.181	12.344
Si	-8.155	-5.428	12.356
Si	-5.439	-2.723	12.337
Si	-2.712	-0.022	12.298
Si	0.004	2.676	12.282
Si	-2.716	5.403	12.301
Si	0.012	8.124	12.264
Si	-2.71	-5.462	12.305
Si	0	-2.757	12.27
Si	1.359	1.302	13.634
Si	4.066	4.014	13.604
Si	1.36	6.751	13.615
Si	4.077	9.454	13.597
Si	1.357	-4.137	13.605
Si	4.065	-1.424	13.616
Si	6.794	1.316	13.581
Si	9.514	4.026	13.615
Si	6.79	6.722	13.591
Si	9.515	9.463	13.608
Si	6.797	-4.125	13.604
Si	9.507	-1.423	13.586
Si	12.225	1.3	13.616
Si	14.96	4.016	13.652
Si	12.247	6.75	13.629
Si	14.957	9.459	13.64
Si	12.238	-4.137	13.593
Si	14.944	-1.406	13.623
Si	17.674	1.316	13.676
Si	20.407	4.047	13.686
Si	17.686	6.745	13.648
Si	20.41	9.467	13.673
Si	17.671	-4.126	13.671
Si	20.393	-1.408	13.709
Si	23.123	1.325	13.723
Si	25.826	4.043	13.7
Si	23.123	6.774	13.704
Si	25.829	-6.82	13.705
Si	23.109	-4.109	13.7
Si	25.841	-1.381	13.698
Si	28.534	1.337	13.659
Si	31.274	4.072	13.632
Si	28.545	-9.537	13.677
Si	31.293	-6.792	13.654
Si	28.558	-4.09	13.691
Si	31.27	-1.361	13.635
Si	34.007	1.341	13.602
Si	36.736	4.077	13.568
Si	34.016	-9.509	13.593
Si	36.758	-6.803	13.542
Si	34.005	-4.096	13.587
Si	36.724	-1.392	13.56
Si	39.462	1.349	13.507
Si	42.196	4.099	13.453
Si	39.456	-9.535	13.507
Si	42.17	-6.814	13.471
Si	39.468	-4.106	13.536
Si	42.181	-1.376	13.469
Si	44.915	1.377	13.421
Si	47.638	4.102	13.395
Si	44.906	-9.501	13.45
Si	47.62	-6.798	13.408
Si	44.91	-4.092	13.427
Si	47.639	-1.324	13.387
Si	50.367	1.412	13.39
Si	-44.868	4.125	13.379
Si	50.351	-9.486	13.391
Si	-44.859	-6.779	13.376
Si	50.347	-4.066	13.379
Si	53.071	-1.31	13.376
Si	-42.14	1.403	13.352
Si	-39.448	4.108	13.386
Si	-42.172	-9.494	13.378
Si	-39.447	-6.748	13.369
Si	-42.145	-4.037	13.385
Si	-39.449	-1.326	13.362
Si	-36.732	1.395	13.383
Si	-34.016	4.132	13.374
Si	-36.737	-9.471	13.362
Si	-34.02	-6.752	13.367
Si	-36.728	-4.029	13.358
Si	-34.023	-1.304	13.391
Si	-31.303	1.406	13.402
Si	-28.59	4.144	13.436
Si	-31.286	-9.467	13.389
Si	-28.58	-6.735	13.459
Si	-31.32	-4.023	13.415
Si	-28.578	-1.294	13.443
Si	-25.861	1.435	13.497
Si	-23.133	4.161	13.585
Si	-25.861	-9.457	13.513
Si	-23.142	-6.721	13.563
Si	-25.856	-4.008	13.514
Si	-23.134	-1.284	13.573
Si	-20.407	1.432	13.657
Si	-17.689	4.149	13.697
Si	-20.408	-9.436	13.645
Si	-17.69	-6.721	13.708
Si	-20.412	-4.006	13.639
Si	-17.694	-1.279	13.699
Si	-14.965	1.424	13.728
Si	-12.247	4.13	13.743
Si	-14.967	-9.462	13.727
Si	-12.251	-6.748	13.733
Si	-14.988	-4.007	13.731
Si	-12.261	-1.316	13.737
Si	-9.539	1.388	13.734
Si	-6.804	4.065	13.682
Si	-9.521	-9.495	13.712
Si	-6.794	-6.808	13.693
Si	-9.516	-4.046	13.71
Si	-6.809	-1.354	13.695
Si	-4.074	1.337	13.661
Si	-1.364	4.025	13.648
Si	-4.067	6.751	13.683
Si	-1.345	9.477	13.633
Si	-4.071	-4.1	13.668
Si	-1.357	-1.396	13.64
Si	-0.001	-0.053	15.005
Si	2.717	2.662	14.988
Si	0.004	5.39	14.977
Si	2.722	8.098	14.972
Si	0.02	-5.496	14.985
Si	2.68	-2.777	14.979
Si	5.438	-0.043	14.935
Si	8.138	2.664	14.965
Si	5.426	5.363	14.957
Si	8.152	8.075	14.939
Si	5.427	10.829	14.94
Si	8.161	-2.768	14.969
Si	10.854	-0.072	14.953
Si	13.591	2.64	14.991
Si	10.896	5.374	14.973
Si	13.604	8.104	15.009
Si	10.89	10.827	14.955
Si	13.585	-2.778	14.961
Si	16.29	-0.055	15.004
Si	19.044	2.682	15.035
Si	16.337	5.377	15.004
Si	19.062	8.084	15.011
Si	16.312	10.815	15.01
Si	19.027	-2.779	15.058
Si	21.76	-0.048	15.074
Si	24.502	2.67	15.094
Si	21.78	5.395	15.059
Si	24.474	8.142	15.079
Si	21.767	10.819	15.046
Si	24.473	-2.738	15.05
Si	27.2	-0.016	15.063
Si	29.891	2.718	14.983
Si	27.183	5.418	15.043
Si	29.919	-8.152	14.996
Si	27.192	-5.448	15.055
Si	29.916	-2.695	15.027
Si	32.652	-0.012	14.975
Si	35.383	2.711	14.927
Si	32.658	5.45	14.949
Si	35.414	-8.144	14.914
Si	32.66	-5.409	15
Si	35.391	-2.773	14.94
Si	38.11	-0.025	14.871
Si	40.847	2.739	14.81
Si	38.118	5.441	14.904
Si	40.822	-8.177	14.852
Si	38.122	-5.47	14.923
Si	40.856	-2.746	14.865
Si	43.563	0.005	14.774
Si	46.289	2.746	14.762
Si	43.541	5.47	14.821
Si	46.288	-8.153	14.808
Si	43.551	-5.457	14.797
Si	46.298	-2.71	14.73
Si	49.007	0.049	14.734
Si	51.719	2.777	14.773
Si	49	5.468	14.747
Si	51.722	-8.139	14.755
Si	48.998	-5.44	14.741
Si	51.713	-2.688	14.714
Si	54.437	0.065	14.73
Si	-40.806	2.739	14.75
Si	-43.537	5.483	14.765
Si	-40.816	-8.119	14.715
Si	-43.499	-5.423	14.728
Si	-40.801	-2.661	14.754
Si	-38.109	0.031	14.731
Si	-35.371	2.763	14.729
Si	-38.088	5.484	14.724
Si	-35.381	-8.113	14.717
Si	-38.086	-5.379	14.722
Si	-35.397	-2.661	14.735
Si	-32.67	0.05	14.762
Si	-29.963	2.772	14.764
Si	-32.651	5.49	14.725
Si	-29.949	-8.121	14.777
Si	-32.696	-5.394	14.752
Si	-29.967	-2.652	14.766
Si	-27.232	0.06	14.823
Si	-24.526	2.786	14.895
Si	-27.255	5.493	14.829
Si	-24.514	-8.092	14.888
Si	-27.236	-5.375	14.839
Si	-24.503	-2.659	14.898
Si	-21.792	0.058	14.978
Si	-19.051	2.787	15.049
Si	-21.777	5.512	14.979
Si	-19.066	-8.082	15.05
Si	-21.796	-5.377	14.958
Si	-19.067	-2.646	15.034
Si	-16.344	0.087	15.084
Si	-13.614	2.78	15.11
Si	-16.327	5.491	15.083
Si	-13.617	-8.097	15.103
Si	-16.347	-5.355	15.108
Si	-13.648	-2.637	15.111
Si	-10.915	0.051	15.105
Si	-8.168	2.752	15.078
Si	-10.881	5.497	15.096
Si	-8.156	-8.147	15.069
Si	-10.881	-5.378	15.077
Si	-8.174	-2.681	15.08
Si	-5.433	-0.003	15.034
Si	-2.721	2.677	15.032
Si	-5.435	5.389	15.044
Si	-2.68	8.112	15.006
Si	-5.432	-5.446	15.035
Si	-2.711	-2.741	15.014
O	21.673	-4.933	-3.283
O	15.433	-3.267	-5.098
O	2.685	-0.079	22.254
O	4.597	1.602	23.03
O	-0.172	2.502	22.283
O	6.109	-6.855	22.896
O	5.501	-5.388	-3.412
O	0.754	4.037	-4.146
O	1.577	-6.497	23.117
O	11.676	-0.918	25.777
O	5.472	-2.851	22.078
O	-0.81	0.33	-3.937
O	2.889	-5.638	25.201
O	9.369	-1.564	24.695
O	10.908	2.731	22.125
O	6.285	4.198	23.092
O	8.22	5.428	22.001
O	3.423	3.458	24.485
O	8.1	-5.872	-3.138
O	8.088	-5.532	22.025
O	9.158	-3.453	23.032
O	12.874	-3.561	-3.195
O	13.492	-0.067	22.282
O	15.325	1.565	23.132
O	12.656	4.429	23.015
O	14.074	6.723	-1.058
O	16.275	8.121	22.291
O	6.08	-5.429	25.61
O	11.989	-7.494	22.886
O	16.521	-2.052	25.498
O	1.973	-3.47	24.099
O	5.319	4.616	-4.627
O	3.427	5.337	22.552
O	8.918	-0.948	-5.195
O	9.293	-6.102	-5.416
O	21.041	-2.41	-3.734
O	24.444	-2.931	-3.419
O	14.018	6.937	-5.564
O	16.784	4.519	-7.034
O	14.655	-5.603	-5.814
O	-1.081	2.799	-2.811
O	5.157	6.907	-3.26
O	20.407	2.163	-0.997
O	14.448	6.356	22.979
O	14.763	-3.604	-1.387
O	15.24	-4.342	23.394
O	14.917	0.581	25.564
O	7.48	5.666	-3.509
O	16.47	2.612	25.258
O	12.158	0.534	-5.5
O	-3.585	-7.09	-1.374
O	12.685	-7.169	-6.483
O	3.383	1.445	-1.18
O	16.321	5.385	-0.448
O	23.115	-7.718	-4.037
O	20	7.145	-1.237
O	5.183	-6.96	-5.958
O	15.954	-4.561	25.933
O	8.339	3.263	24.355
O	-45.159	-4.453	22.95
O	5.4	7.006	22.825
O	11.088	-3.401	25.257
O	33.76	-0.857	-6.098
O	9.142	5.889	-1.44
O	11.618	6.968	-2.066
O	37.484	3.204	24.985
O	-4.859	3.342	25.809
O	3.774	0.8	-6.04
O	-36.638	6.098	-6.112
O	-14.725	-1.166	-6.062
O	16.808	-7.431	-4.897
O	10.116	6.964	22.803
O	-0.895	6.092	-4.165
O	18.352	7.41	-3.274
O	-31.668	-5.899	-3.981
O	12.547	-7.909	-4.042
O	12.887	-1.753	-1.274
O	13.672	2.636	-0.339
O	3.03	0.311	-3.557
O	15.395	0.832	-1.107
O	-36.244	-6.47	22.881
O	1.15	4.004	-1.54
O	-0.186	5.555	-0.18
O	-19.089	-7.193	-3.084
O	15.864	6.806	-3.677
O	-0.14	-5.363	-0.432
O	17.228	-1.074	-1.195
O	2.675	-2.655	-0.401
O	5.421	-0.023	-0.38
O	7.324	-1.552	-1.285
O	8.323	1.208	-3.653
O	16.742	5.224	25.263
O	5.373	5.421	-0.335
O	3.418	6.839	-1.31
O	8.095	8.04	-0.4
O	6.346	-6.601	-1.278
O	4.184	-4.462	-1.39
O	9.363	1.718	-1.318
O	13.471	5.62	-3.327
O	25.528	-1.539	24.085
O	3.898	-4.74	22.931
O	-29.001	2.444	25.432
O	-38.089	0.072	-0.579
O	12.334	-6.919	-1.625
O	-7.942	6.911	-4.544
O	10.808	-5.377	-0.328
O	10.983	-0.114	-0.407
O	12.216	6.648	24.356
O	38.184	-4.124	26.02
O	32.886	-2.879	24.995
O	-32.673	7.925	-3.676
O	20.548	1.057	23.128
O	17.409	3.736	23.169
O	12.276	4.673	-1.141
O	22.877	-7.522	23.202
O	23.373	2.114	-2.814
O	21.759	0.087	-3.595
O	17.993	-6.418	23.247
O	22.679	-0.698	23.215
O	21.565	-2.785	22.227
O	19.728	-4.464	23.033
O	20.505	-6.801	23.916
O	25.556	0.95	23.225
O	27.22	2.712	22.18
O	22.852	4.165	23.43
O	24.625	5.48	22.211
O	41.697	-3.421	-1.306
O	26.433	6.057	25.586
O	-39.935	-3.598	-1.178
O	24.439	-5.592	22.33
O	26.106	-4.002	23.424
O	24.353	0.42	25.548
O	30.764	-0.204	25.189
O	29.681	-0.331	22.761
O	0.641	-1.593	23.017
O	31.496	1.412	23.276
O	29.002	4.14	23.353
O	31.602	2.854	-5.512
O	32.726	-8.106	22.22
O	33.59	-1.418	22.943
O	34.036	6.63	-5.635
O	28.873	-7.417	23.019
O	-11.032	0.696	-3.559
O	-43.236	-7.81	22.028
O	37.356	5.088	-2.91
O	27.619	-3.491	-3.384
O	9.325	-3.303	-1.02
O	27.67	-6.098	-3.742
O	31.009	2.386	-3.042
O	-39.845	-4.384	-5.81
O	30.507	-7.763	-3.34
O	26.906	0.224	25.415
O	-12.692	-4.155	23.186
O	21.419	3.544	25.549
O	27.902	-2.18	23.077
O	31.099	-4.184	-6.157
O	1.3	1.143	-5.395
O	19.089	-5.249	25.435
O	25.638	-7.698	-3.44
O	-34.341	-4.262	22.92
O	-45.112	6.962	23.068
O	-34.502	3.176	-3.178
O	38.546	-6.523	25.019
O	46.277	-7.02	24.957
O	28.605	6.966	24.617
O	37.943	-6.606	-6.205
O	27.536	7.963	-5.078
O	31.923	-5.389	24.968
O	31.641	-2.777	-3.466
O	47.857	-1.357	24.635
O	26.659	-7.617	25.244
O	25.011	-7.155	-5.969
O	14.8	-6.598	24.901
O	24.454	-5.441	-4.097
O	-47.069	4.476	22.9
O	32.355	-5.22	-2.792
O	36.459	7.137	-1.486
O	48.462	-8.065	25.757
O	4.663	-1.669	-5.965
O	23.14	-4.001	-1.333
O	-12.826	0.184	22.72
O	42.727	-0.13	-2.939
O	32.397	4.526	-3.612
O	-11.726	-3.251	-2.562
O	21.174	-0.137	25.367
O	26.347	7.198	23.174
O	27.868	4.256	-1.204
O	26.039	6.091	-1.409
O	27.453	5.182	-3.596
O	24.477	0.046	-3.892
O	-37.978	-5.754	24.738
O	39.786	-3.847	23.976
O	15.619	2.379	-5.97
O	25.175	1.69	-1.005
O	-7.853	-5.229	22.265
O	34.803	-2.924	-4.857
O	-42.38	3.138	22.856
O	-21.011	-0.12	-1.244
O	6.938	-4.077	-1.665
O	-3.098	-3.541	25.316
O	36.264	7.157	-4.192
O	31.459	-6.638	-5.532
O	25.296	-3.7	-5.898
O	28.424	-1.722	-1.531
O	30.79	-3.781	-1.198
O	29.745	2.658	-0.333
O	3.093	5.377	-3.596
O	-22.672	-2.113	-5.916
O	22.941	1.648	-5.283
O	4.035	-3.205	-3.739
O	-39.513	-8.092	-6.294
O	-10.539	7.078	-4.795
O	25.75	5.936	-5.684
O	33.116	-7.528	-3.739
O	34.105	-6.787	-1.451
O	16.458	-5.46	-0.558
O	33.908	-0.74	-1.207
O	19.055	-2.794	-0.383
O	21.894	0.086	-0.361
O	23.789	-1.536	-1.207
O	-38.249	3.587	-6.177
O	21.695	5.397	-0.246
O	17.646	6.573	-5.693
O	24.436	8.032	-0.511
O	22.634	-6.537	-1.316
O	20.679	-4.803	-0.935
O	-44.84	-1.234	-5.838
O	-17.944	2.258	23.304
O	33.544	-5.001	-5.807
O	25.464	-1.147	-5.956
O	-45.82	0.406	-3.121
O	29.899	-4.775	-3.456
O	-48.854	-5.235	-3.287
O	1.572	-0.517	-1.382
O	23.581	3.825	-0.975
O	30.321	7.022	-1.234
O	27.267	-5.411	-0.43
O	25.652	-3.452	-1.154
O	-48.886	2.676	22.019
O	26.997	0.001	-0.285
O	38.549	0.929	24.272
O	-43.753	-0.678	25.022
O	-47.3	-4.225	24.556
O	35.517	0.114	22.085
O	37.009	2.21	22.634
O	35.125	5.029	22.098
O	33.086	3.017	22.114
O	36.445	6.855	23.29
O	36.514	3.684	-6.159
O	34.691	5.75	-2.754
O	34.71	-6.45	22.985
O	40.316	-1.145	22.811
O	38.25	-2.655	22.043
O	36.629	-4.549	23.01
O	38.751	-1.642	25.184
O	41.822	0.978	22.815
O	43.66	2.628	22.011
O	40.879	5.275	22.127
O	11.665	-1.715	23.268
O	39.227	-8.028	23.047
O	42.103	6.156	25.247
O	39.708	1.458	-5.612
O	40.699	-5.953	22.644
O	42.228	-3.94	22.944
O	-5.78	-3.151	22.224
O	45.265	3.025	25.413
O	44.988	-0.467	22.675
O	47.642	0.528	22.715
O	-7.531	0.157	-3.682
O	48.225	-7.425	-2.307
O	48.904	-8.097	21.991
O	35.162	-4.897	25.132
O	47.779	1.348	-5.863
O	44.774	-7.171	22.806
O	-35.603	1.704	24.876
O	30.612	6.806	22.902
O	37.794	0.657	-4.001
O	45.897	-2.49	-6.1
O	-10.298	-6.788	-3.834
O	36.185	5.415	25.545
O	-46.823	2.915	24.959
O	-40.194	3.077	26.103
O	41.017	6.683	-5.947
O	47.658	0.826	-1.176
O	-44.345	2.473	-3.943
O	46.042	-8.131	-3.556
O	42.777	-1.206	23.924
O	40.379	3.959	-6.094
O	43.413	-1.518	-6.189
O	17.987	1.415	-1.153
O	40.794	0.011	25.101
O	7.055	-5.353	-6.663
O	-9.368	5.235	-3.16
O	41.943	6.12	-1.36
O	-4.133	1.594	-5.667
O	37.935	5.517	-0.13
O	37.991	-5.856	-3.635
O	-37.657	-3.111	24.813
O	46.835	6.984	-1.297
O	-5.787	-7.571	25.157
O	-20.091	-6.502	23.186
O	-37.969	-8.135	21.866
O	-44.577	7.801	25.471
O	42.251	-7.301	-5.649
O	-10.058	2.931	25.613
O	46.401	-5.501	-3.495
O	-7.463	3.633	25.705
O	10.228	2.015	25.633
O	-33.733	1.507	22.947
O	-27.278	2.832	22.028
O	-2.619	8.002	-3.623
O	-13.135	-1.173	-3.256
O	45.159	0.674	-2.284
O	35.67	1.323	-1.197
O	47.616	-3.335	-4.287
O	-45.516	7.549	-3.925
O	-45.773	-6.128	-4.594
O	-23.143	-6.967	-5.657
O	-47.661	-4.682	-5.951
O	39.355	-4.283	-2.013
O	-48.502	0.874	24.533
O	20.911	7.036	23.241
O	42.3	-4.722	-4.881
O	-16.087	-5.559	-0.284
O	42.778	6.935	22.881
O	45.401	4.626	-6.3
O	44.906	4.261	-1.54
O	-16.41	2.512	25.367
O	-26.651	-7.037	22.97
O	18.311	1.157	-5.382
O	-28.186	-3.953	-1.843
O	-45.545	-2.416	24.555
O	33.414	1.3	-2.695
O	41.871	1.82	-1.378
O	46.397	-5.35	21.934
O	-47.295	-6.801	-1.709
O	39.318	3.301	23.075
O	48.559	3.245	25.478
O	44.804	-1.291	-4.047
O	-47.82	-7.547	-4.226
O	-39.312	-1.25	23.996
O	-23.31	4.047	23.966
O	-33.506	1.276	-1.577
O	46.188	2.654	-0.075
O	35.461	-0.255	-3.266
O	-17.112	-7.412	-6.167
O	-42.148	1.542	-5.989
O	44.502	7.453	24.749
O	33.857	3.691	-1.509
O	32.312	5.447	-0.463
O	34.015	3.154	-6.502
O	-6.596	6.088	-1.202
O	32.455	-5.413	-0.069
O	-47.756	-0.878	-1.811
O	35.229	-2.834	-0.446
O	37.869	-0.048	-0.554
O	39.697	-1.732	-1.509
O	42.466	4.86	-3.526
O	-12.884	-3.155	-4.932
O	-14.981	-2.984	-3.36
O	-26.674	5.124	-0.396
O	40.536	8.11	-0.441
O	38.62	-6.637	-1.24
O	36.868	-4.667	-1.429
O	-34.169	2.047	-6.847
O	-34.849	-4.329	-1.514
O	38.636	5.834	-6.32
O	-12.263	-7.202	-5.452
O	40.741	-2.91	-3.727
O	9.17	3.712	-3.029
O	-9.141	-0.638	23.205
O	44.146	-5.665	-6.478
O	39.263	3.777	-1.376
O	-7.383	-1.291	24.984
O	45.111	-6.833	-1.569
O	-39.77	1.814	-1.563
O	43.316	-5.334	-0.513
O	43.323	0.058	-0.117
O	-21.743	5.487	25.394
O	-24.469	-7.158	-3.455
O	-42.46	-4.411	-6.395
O	-46.201	0	21.898
O	-32.657	-5.277	-0.413
O	-29.318	-4.298	22.755
O	-45.2	6.807	-1.571
O	-31.877	0.994	-6.294
O	-20.484	-3.483	-6.256
O	48.454	-5.563	24.962
O	-26.838	-2.27	26.171
O	-41.591	-0.92	22.669
O	-43.496	-2.652	22.009
O	-8.272	2.74	-3.36
O	-1.141	2.037	-5.766
O	-39.843	1.058	22.858
O	-38.1	2.823	22.014
O	-36.702	1.716	-7.092
O	-41.705	5.639	22.742
O	2.704	8.046	-3.446
O	41.711	7.414	-3.589
O	-30.893	-6.993	22.96
O	-39.413	-4.163	23.165
O	-12.047	-6.631	23.605
O	-30.865	-0.887	22.667
O	-35.461	-0.039	21.908
O	-36.59	4.755	22.884
O	-9.543	-7.132	23.135
O	-36.027	-6.752	-1.348
O	19.367	2.458	-3.307
O	-32.848	-8.16	21.897
O	-32.658	-2.619	21.877
O	23.989	3.126	25.711
O	-23.734	6.42	22.968
O	-27.736	-7.739	-6.21
O	-25.465	2.873	-4.548
O	-44.057	-3.925	-1.517
O	-25.975	-6.326	-1.514
O	19.07	-1.622	24.842
O	-45.918	5.491	25.085
O	-34.647	-1.586	-3.5
O	-9.65	-2.402	-1.057
O	-31.722	3.839	23.128
O	-22.293	6.58	-1.279
O	-47.03	5.526	-2.944
O	-35.208	7.138	-4.083
O	-24.96	5.742	25.232
O	-28.659	4.541	-2.823
O	-32.335	5.16	25.368
O	-37.181	-1.877	22.621
O	-41.22	0.217	24.945
O	-40.688	7.82	24.072
O	47.292	0.124	-3.625
O	-40.297	8.087	-3.765
O	8.419	-2.679	-3.368
O	-34.83	6.715	22.725
O	-22.929	1.596	-1.54
O	-40.205	5.381	24.92
O	-5.376	2.668	22.327
O	-6.067	-7.547	-4.47
O	-35.716	0.757	-2.809
O	-34.427	-2.665	25.045
O	-18.543	-2.586	-3.555
O	-38.673	6.384	-1.526
O	-33.237	-3.179	-5.11
O	-19.842	6.709	-2.418
O	-21.478	-2.897	-3.769
O	-37.282	-3.675	-5.14
O	7.13	0.766	-5.971
O	-27.393	-2.956	-4.202
O	-46.196	-0.184	25.964
O	-7.063	-1.216	-5.938
O	-18.081	-4.785	22.915
O	-37.234	-5.948	-6.169
O	-17.516	-1.297	-1.539
O	-33.889	-6.372	-2.774
O	-25.285	0.329	-3.662
O	-14.531	-6.091	22.973
O	-6.082	-4.93	-3.704
O	-26.336	5.03	-5.938
O	-41.571	-6.226	-4.775
O	32.208	5.033	-6.806
O	-32.064	-1.185	-4.079
O	-39.353	4.156	-2.702
O	-39.514	5.868	-5.201
O	-39.231	6.162	22.665
O	-10.559	-7.946	25.383
O	-37.127	4.273	-1.316
O	-40.992	2.491	-3.828
O	-18.977	4.002	-6.512
O	5.829	2.732	25.126
O	-13.085	2.205	-3.849
O	7.156	-3.171	24.808
O	-48.129	0.234	-4.253
O	-1.921	7.409	-6.209
O	3.191	4.748	-6.233
O	-31.479	-7.132	-1.692
O	-25.421	1.138	24.865
O	-4.644	4.307	-1.236
O	-2.923	1.677	25.265
O	-37.225	-0.957	-4.004
O	-15.377	4.125	23.403
O	20.176	-4.269	-5.388
O	-33.041	2.574	25.127
O	-36.347	-1.542	-1.575
O	39.955	5.501	-3.167
O	-35.266	2.762	-0.416
O	-37.17	5.415	-3.562
O	48.513	-4.044	22.83
O	-9.522	-4.632	-2.518
O	-17.312	7.346	-3.29
O	-47.847	3.549	-1.382
O	48.773	5.462	-0.381
O	21.556	-6.394	-5.528
O	-14.817	-1.288	-1.222
O	-4.233	6.786	-1.964
O	48.944	-5.384	-0.348
O	-18.864	6.598	25.584
O	-46.197	-2.623	-0.675
O	-43.598	0.165	-0.594
O	-20.76	4.572	23.134
O	-39.351	-3.159	-3.599
O	46.373	5.015	-3.618
O	-43.414	5.318	-0.55
O	-20.117	-1.229	-5.171
O	-40.546	8.022	-0.65
O	-42.033	-6.913	-2.122
O	21.907	7.947	25.549
O	-10.69	-1.701	-4.352
O	14.087	4.963	25.166
O	-29.175	-4.887	-4.102
O	-13.501	0.039	25.323
O	39.736	-4.841	-5.304
O	-9.267	4.874	-5.665
O	25.051	2.483	-6.641
O	-38.437	0.802	-5.563
O	-41.677	3.604	-1.519
O	-34.184	7.043	-1.662
O	-7.007	-3.814	-1.397
O	-15.765	-0.367	-3.297
O	-38.016	-5.328	-0.462
O	-5.694	1.987	-3.527
O	-24.181	-8.059	-0.529
O	-15.047	-0.898	23.394
O	-16.201	0.931	-5.81
O	-27.343	-2.665	22.049
O	-28.841	1.146	23.132
O	-30.027	5.486	22.002
O	-31.077	-0.762	-1.733
O	-28.236	7.228	22.719
O	-18.333	-5.051	-6.489
O	-30.674	7.077	24.589
O	-18.986	1.552	25.581
O	-25.616	-0.886	23.045
O	-27.58	1.387	-4.291
O	-16.451	-2.762	22.296
O	-5.6	5.155	-3.523
O	-23.789	0.996	22.839
O	-21.918	2.652	21.965
O	-44.871	-4.849	25.532
O	1.225	1.778	-2.661
O	-45.161	2.192	-1.401
O	-13.305	-2.938	-0.075
O	-40.689	3.685	-6.258
O	-24.834	-5.473	21.927
O	-23.716	-3.502	22.973
O	-29.402	-2.248	24.416
O	34.8	-5.364	-3.577
O	-19.32	0.157	22.404
O	6.886	5.031	25.657
O	-41.121	-5.744	22.033
O	21.111	7.415	-5.354
O	-18.321	0.033	-3.639
O	-17.96	6.724	23.175
O	31.63	-3.256	22.767
O	15.143	7.234	25.742
O	-0.676	4.55	-6.321
O	-26.201	5.206	-3.387
O	-36.19	-7.654	25.253
O	-22.039	-7.279	25.96
O	-7.838	-5.867	-5.401
O	-22.131	3.181	-5.132
O	48.897	4.124	-3.779
O	-17.135	1.256	-1.525
O	19.111	-0.684	-3.794
O	-30.389	0.178	24.975
O	35.389	-7.363	-5.882
O	34.838	3.548	-4.024
O	31.45	-0.157	-3.598
O	-22.523	-3.25	25.103
O	-18.005	7.761	-0.882
O	1.255	4.297	23.322
O	1.559	-7.989	25.278
O	39.84	-7.469	-4.723
O	29.087	1.705	24.346
O	-16.071	5.002	-3.329
O	-3.993	-1.83	23.38
O	44.111	4.994	24.211
O	-25.13	-3.947	25.296
O	-25.787	-4.909	-3.8
O	-43.177	1.896	25.131
O	-1.793	7.33	-1.207
O	-18.376	5.34	-4.426
O	-27.694	-4.266	24.76
O	-12.317	3.684	-5.953
O	-32.474	5.471	-0.538
O	1.549	-6.985	-1.509
O	-31.944	-1.959	24.825
O	-21.79	-7.318	-3.39
O	18.869	3.691	25.385
O	-34.862	4.507	-5.394
O	-25.216	-3.23	-5.876
O	-29.892	-2.537	-3.313
O	-33.225	5.433	-3.57
O	20.533	-7.488	-3.19
O	46.683	7.331	23.089
O	-28.692	2.284	-1.359
O	35.601	1.429	-5.288
O	-39.905	-5.661	-2.883
O	12.204	-4.707	-5.496
O	-32.879	-4.802	25.075
O	-36.25	-5.47	-3.578
O	-29.721	-0.079	-3.983
O	46.753	5.073	25.021
O	4.753	-4.314	-5.911
O	-34.209	4.394	23.723
O	-14.544	1.764	23.759
O	-16.184	6.742	25.15
O	-21.927	-8.138	22.2
O	29.328	-1.633	-4.015
O	-20.714	4.509	-1.307
O	-21.774	5.326	-3.54
O	3.67	7.258	-5.907
O	48.261	6.684	-3.552
O	-35.759	6.079	25.081
O	-48.68	5.8	25.654
O	-32.635	3.28	-5.086
O	-27.08	-7.226	-3.73
O	-24.392	-8.086	25.024
O	-36.917	-0.574	24.91
O	-29.617	-7.413	-4.462
O	-10.857	3.154	-2.78
O	18.464	-7.062	-1.394
O	-43.906	-2.301	-3.597
O	-16.186	6.523	-5.5
O	-20.512	-7.244	-1.075
O	0.807	-4.922	-6.027
O	-19.796	-2.419	-1.129
O	31.586	7.132	-5.283
O	-18.936	2.836	-0.437
O	-26.884	7.482	24.915
O	35.685	8.016	25.527
O	-29.86	-2.6	-0.424
O	19.118	5.414	22.241
O	-8.209	-6.96	26.098
O	13.491	-5.585	22.084
O	-30.274	-4.565	25.238
O	23.421	6.804	-6.301
O	-14.425	-7.475	-0.876
O	-23.648	-0.722	24.851
O	-0.535	-0.356	-6.609
O	26.814	-1.016	-3.572
O	-27.185	0.28	-0.542
O	10.373	-7.821	24.804
O	-27.876	6.784	-1.784
O	41.712	-5.302	25.054
O	-9.752	0.447	-5.787
O	30.758	-7.785	24.847
O	44.47	3.213	-3.895
O	2.877	-5.6	-3.362
O	3.758	-7.718	23.89
O	-14.116	3.681	25.693
O	-39.771	-4.126	25.829
O	36.229	6.733	-6.827
O	44.515	-1.682	-1.491
O	-20.718	-6.057	-6.144
O	-5.625	6.512	-5.784
O	-11.178	-4.54	-0.473
O	-1.097	-4.742	-4.096
O	-12.986	-7.532	-3.035
O	-33.698	-0.056	25.119
O	-2.637	-0.901	25.244
O	3.3	2.805	-4.474
O	-21.616	-5.311	0.07
O	27.264	-2.901	25.559
O	7.24	4.027	-1.368
O	30.051	-5.314	22.131
O	-46.541	-1.915	-3.936
O	-8.134	7.992	-0.221
O	-27.851	0.049	25.307
O	-20.347	-2.353	25.845
O	7.443	-1.375	22.916
O	-12.236	-0.378	-5.799
O	-33.61	1.064	-4.311
O	-14.782	3.153	-5.598
O	-7.345	-8.085	-6.716
O	2.611	5.906	24.99
O	-10.842	-2.504	22.351
O	40.525	-8.167	25.513
O	13.451	-4.353	25.32
O	-6.875	0.677	23.191
O	-9.665	4.104	23.32
O	-8.051	5.613	22.145
O	38.83	3.079	-3.771
O	-6.321	7.322	23.051
O	27.413	3.586	25.425
O	-2.595	-5.495	22.297
O	28.089	7.907	-2.524
O	-21.091	-1.585	23.332
O	-2.316	5.155	25.353
O	-29.893	2.474	-3.735
O	-37.788	7.741	-4.432
O	-24.624	3.133	-0.434
O	-29.37	1.428	-6.181
O	21.263	-2.693	25.886
O	-0.003	8.003	22.183
O	8.662	6.868	25.953
O	-16.201	-5.533	25.575
O	-4.365	-7.226	23.049
O	-48.248	-1.216	22.842
O	-11.856	4.527	24.762
O	-20.679	-5.067	-2.609
O	29.455	-6.833	-1.049
O	16.839	0.605	-3.259
O	-13.586	6.311	25.512
O	-23.059	-0.706	-2.792
O	-13.595	-5.37	25.306
O	-22.792	-3.725	-1.573
O	0.088	6.105	25.49
O	-8.968	3.742	-1.051
O	-15.304	-3.975	-5.788
O	29.981	3.639	25.834
O	-2.836	2.664	-0.33
O	-38.059	1.468	26.05
O	17.048	-7.312	26.012
O	-3.08	-3.836	-5.695
O	-18.4	4.084	25.377
O	28.275	5.736	-6.072
O	-13.881	-5.381	-4.112
O	-35.456	-5.152	25.05
O	-1.867	6.38	23.056
O	28.506	-4.518	-5.676
O	-1.2	-6.496	-5.95
O	-5.044	-1.943	25.839
O	-7.185	1.486	-1.375
O	-1.39	0.725	-1.324
O	20.72	-0.831	-5.85
O	40.2	0.807	-3.115
O	-25.248	-1.149	-1.407
O	1.199	6.241	-5.647
O	-20.37	1.388	-6.088
O	4.456	-3.462	25.158
O	11.455	6.954	-6.113
O	-45.206	4.037	-6.029
O	14.739	-1.665	-3.215
O	33.204	-7.542	25.738
O	-47.733	-6.106	22.919
O	-9.952	-6.876	-1.23
O	20.087	3.068	-5.829
O	-44.302	1.372	22.843
O	27.473	3.342	-5.554
O	-2.176	-3.865	-1.162
O	11.676	3.128	-5.715
O	0.656	-6.712	-4.035
O	-11.463	2.29	23.328
O	31.376	0.718	-1.114
O	22.694	1.704	24.125
O	-17.72	-7.516	24.831
O	-13.512	5.662	22.373
O	-23.397	-5.67	24.424
O	47.39	-3.844	-1.708
O	-16.286	-7.929	22.16
O	-12.266	7.327	-1.036
O	-34.894	-5.033	-5.719
O	44.054	0.842	24.84
O	6.05	-8.035	25.17
O	-12.413	1.541	-1.386
O	-2.514	-2.587	-3.395
O	-17.264	2.991	-4.797
O	-42.765	4.046	-5.077
O	-25.846	0.774	-6.179
O	-5.435	-5.571	-0.318
O	-25.655	4.631	22.941
O	42.094	2.263	-3.995
O	45.505	0.09	-6.218
O	-4.106	6.824	24.372
O	6.267	6.92	-5.596
O	10.871	1.802	-3.553
O	36.118	-4.868	-5.85
O	-42.321	-1.843	-1.542
O	-21.599	5.585	-6.119
O	-7.876	-6.613	-2.843
O	-45.252	-3.725	-5.322
O	-3.664	4.476	23.187
O	-13.526	4.744	-3.843
O	-16.321	5.683	-0.272
O	-45.979	-8.09	-6.296
O	-9.846	-7.253	-6.402
O	-0.84	-2.503	-5.316
O	-3.368	-1.528	-1.108
O	10.833	-2.619	-4.56
O	16.695	-1.042	-5.107
O	-10.827	-0.176	-0.306
O	43.836	-2.597	21.644
O	-44.601	5.115	-3.626
O	48.204	-1.239	-5.678
O	-10.808	5.401	-0.163
O	-38.967	-1.808	-5.779
O	38.147	7.16	25.179
O	-6.65	-2.364	-3.58
O	8.694	-3.527	-5.786
O	34.115	-3.953	22.909
O	-19.767	3.085	-4.14
O	-41.847	-3.895	-3.003
O	44.02	-6.446	-3.946
O	15.202	4.649	-4.924
O	-5.064	-0.426	-4.325
O	-3.195	1.186	-3.234
O	23.697	4.297	-5.476
O	-3.356	5.719	-4.791
O	-1.974	0.64	23.045
O	-17.438	-1.397	-5.665
O	-47.103	7.717	24.725
O	-34.036	-0.871	-5.94
O	-5.396	-0.067	-0.359
O	-24.895	-2.367	-3.567
O	7.85	0.92	25.403
O	-46.753	2.877	-3.507
O	46.003	7.056	-7.012
O	-23.963	5.017	-4.884
O	-22.967	-5.032	-3.867
O	-21.383	0.405	25.637
O	18.832	-0.193	21.875
O	17.244	-1.959	22.968
O	-4.604	-3.503	-2.21
O	-14.664	-7.63	26.159
O	-41.094	-6.273	25.523
O	31.255	-1.545	-5.791
O	10.603	-4.947	-3.443
O	-0.577	-3.901	23.121
O	-5.042	4.006	-5.888
O	25.604	3.719	-2.571
O	-8.385	1.092	25.207
O	-14.478	4.227	-1.377
O	29.759	4.298	-4.38
O	19.076	-6.729	-5.88
O	-18.883	-5.327	25.328
O	17.657	3.624	-4.773
O	-28.143	6.738	-4.327
O	45.856	3.845	22.85
O	47.844	5.435	-5.801
O	2.459	-2.963	-5.812
O	-17.707	-3.937	-1.404
O	8.286	-6.834	25.922
O	-29.839	4.903	25.925
O	-21.223	2.919	25.115
O	22.779	-3.687	-5.261
O	-0.097	-2.633	25.371
O	46.738	2.638	-2.799
O	-20.443	-3.995	23.695
O	-14.791	-7.658	-4.974
O	9.33	1.076	23.245
O	9.689	1.432	-5.857
O	17.196	-4.993	-5.849
O	10.138	-7.472	-3.181
O	-36.627	-1.013	-6.553
O	48.153	-3.529	-6.919
O	41.133	-2.817	-6.322
O	-0.479	0.529	25.167
O	-28.878	-7.276	24.492
O	-30.484	-5.628	-6.247
O	36.405	-0.988	-5.568
O	-31.338	-6.925	25.502
O	46.912	0.395	26.167
O	-44.647	3.753	23.806
O	-30.853	3.72	-1.596
O	-14.418	6.705	-2.355
O	-11.439	7.258	23.11
O	-21.379	1.101	-3.626
O	45.227	-1.465	25.033
O	3.95	1.012	25.483
O	26.662	0.976	-5.245
O	42.948	3.907	-5.894
O	18.364	3.922	-1.27
O	17.24	0.237	24.417
O	14.089	-1.175	-5.734

Results
total energy: -609936.227 eV
total energy less fixed offsets of O -438.25, Si -107.07 eV per atom: -17.027 eV

Forces (eV/angstrom) on atoms 58 to 735 of the 3024, counted in the order above; the others are left out for length: element, x, y, z
Si	0.004	-0.006	0.009
Si	0.009	0.023	-0.02
Si	0.003	-0.017	-0.006
Si	0.003	0.003	-0.005
Si	-0.015	0.011	0.016
Si	0.01	0	0.006
Si	-0.018	0.016	-0.009
Si	-0.008	0.01	0.013
Si	-0.011	0.007	0.005
Si	-0.01	0.016	-0.02
Si	-0.001	-0.019	-0.002
Si	0.007	-0.003	0.003
Si	0.014	-0.002	0.007
Si	-0.003	-0.019	-0.019
Si	-0.008	-0.013	0.005
Si	-0.002	-0.008	0.005
Si	-0.005	0.001	-0.009
Si	-0.013	-0.012	-0.002
Si	-0.018	0.009	-0.003
Si	-0.002	-0.011	-0.007
Si	0.001	-0.006	-0.009
Si	0.002	0.006	-0.009
Si	0.015	-0.006	-0.013
Si	0.005	-0.02	-0.002
Si	-0.017	0.014	0.002
Si	0.004	0.002	-0.016
Si	-0.001	0.008	-0.007
Si	0.001	0.011	-0.008
Si	-0.014	-0.012	-0.004
Si	-0.016	0.007	0.001
Si	0	0.012	-0.001
Si	0.01	0.017	-0.009
Si	-0.005	-0.015	-0.004
Si	0	0.009	0.016
Si	0	0.022	-0.014
Si	-0.001	0.016	-0.002
Si	0.004	0.013	-0.009
Si	0.019	0.006	0.009
Si	-0.006	0.004	-0.012
Si	-0.009	-0.001	0
Si	-0.007	-0.007	0.005
Si	0.002	-0.015	0.004
Si	0.003	0.015	0.011
Si	0.006	-0.003	-0.003
Si	0.002	-0.012	0.009
Si	-0.002	0.014	-0.004
Si	-0.001	-0.002	-0.02
Si	0.016	-0.018	-0.017
Si	0.007	-0.005	0.007
Si	0	-0.01	0.008
Si	-0.011	0.024	0.005
Si	0.023	-0.005	-0.029
Si	-0.03	-0.032	-0.013
Si	0	0.022	-0.013
Si	-0.005	-0.034	-0.022
Si	-0.002	-0.006	-0.009
Si	0.003	-0.004	-0.025
Si	0.003	0.003	-0.009
Si	0.005	-0.02	-0.029
Si	0.017	0.016	-0.023
Si	0	-0.009	-0.023
Si	-0.023	0.001	-0.036
Si	0.032	0.013	-0.014
Si	-0.031	0.003	-0.028
Si	0.001	0.01	0.006
Si	-0.012	0.016	-0.004
Si	0.017	0.008	-0.055
Si	0.027	0.014	-0.03
Si	-0.018	-0.021	-0.025
Si	0.014	0.003	0.048
Si	0.003	0.017	0.069
Si	0.004	0.016	0.007
Si	0.006	-0.001	0.052
Si	-0.003	-0.003	0.048
Si	-0.001	0.032	0.053
Si	0.012	0.005	0.055
Si	0.013	0.029	0.054
Si	0.039	-0.016	0.054
Si	-0.02	0.013	0.025
Si	-0.014	0.015	0.065
Si	-0.02	-0.006	0.062
Si	0.011	-0.002	0.078
Si	-0.023	-0.011	0.05
Si	0.003	-0.01	0.026
Si	0.016	0.011	0.058
Si	0.003	-0.006	0.052
Si	-0.01	-0.03	0.053
Si	-0.012	-0.22	-0.705
Si	0.027	0.165	-0.694
Si	0.281	0.159	-0.73
Si	-0.142	0.311	-0.655
Si	0.231	0.093	-0.709
Si	-0.231	-0.083	-0.677
Si	0.057	0.241	-0.688
Si	-0.227	-0.192	-0.741
Si	-0.101	-0.378	-0.692
Si	0.095	0.233	-0.755
Si	-0.096	-0.304	-0.708
Si	0.367	0.121	-0.699
Si	-0.134	-0.227	-0.697
Si	0.129	0.086	-0.721
Si	0.143	0.168	-0.792
Si	-0.088	-0.099	-0.792
Si	-0.253	-0.1	-0.823
Si	0.204	0.401	-0.688
Si	-0.027	-0.047	-0.175
Si	-0.008	-0.06	0.095
Si	-0.106	0.151	0.167
Si	0.155	-0.106	-0.067
Si	-0.09	0.188	0.04
Si	0.02	-0.018	-0.036
Si	-0.064	-0.088	-0.035
Si	0.004	0.122	0.132
Si	0.069	0.048	-0.164
Si	0.027	0.002	-0.168
Si	-0.168	-0.113	0.093
Si	0.123	-0.052	0.004
Si	0.022	0.003	0.052
Si	-0.058	0.039	0.082
Si	-0.027	-0.016	-0.018
Si	-0.046	-0.011	0.004
Si	-0.027	0.089	0.073
Si	-0.075	-0.02	-0.072
Si	-0.021	0.002	0.041
Si	-0.008	0.032	-0.026
Si	0.006	-0.181	0.037
Si	-0.077	-0.099	-0.03
Si	0.017	0.115	0.124
Si	0.082	-0.043	-0.037
Si	0.078	-0.129	-0.172
Si	0.015	-0.052	0.112
Si	-0.08	0.038	0.15
Si	-0.039	0.006	0.019
Si	-0.016	-0.01	0.05
Si	-0.028	-0.083	-0.135
Si	0.084	-0.004	0.032
Si	-0.056	0.117	0.075
Si	0.049	0.05	0.024
Si	0.066	-0.003	0.033
Si	0.039	0.08	-0.161
Si	-0.079	0.059	-0.15
Si	0.064	-0.051	-0.049
Si	0.003	0.028	0.106
Si	0.038	-0.136	-0.176
Si	0.015	-0.104	0.062
Si	0.033	0.222	0.117
Si	0.057	-0.005	-0.077
Si	-0.084	0.121	-0.017
Si	0.036	0.071	-0.085
Si	-0.003	0.085	-0.034
Si	-0.059	0.018	0.011
Si	-0.035	-0.094	0.039
Si	-0.018	0.025	0.081
Si	0.052	0.031	-0.044
Si	0.041	-0.005	0.06
Si	-0.028	0.16	0.043
Si	0.008	0.051	-0.049
Si	0.039	0.03	0.044
Si	0.123	-0.038	0.244
Si	-0.09	0.189	0.736
Si	-0.225	-0.009	0.661
Si	0.096	-0.24	0.68
Si	-0.145	0.166	0.741
Si	0.05	-0.253	0.701
Si	0.165	0.027	0.722
Si	0.063	-0.277	0.651
Si	-0.064	0.15	0.73
Si	0.061	-0.123	0.795
Si	0.259	-0.091	0.726
Si	-0.079	0.216	0.732
Si	-0.215	0.029	0.694
Si	0.272	-0.184	0.675
Si	0.143	-0.028	0.728
Si	-0.117	0.176	0.734
Si	-0.049	0.227	0.734
Si	-0.028	-0.229	0.666
Si	-0.195	0.279	0.648
Si	-0.036	0.037	-0.058
Si	0.022	0.02	-0.027
Si	0.009	-0.015	-0.042
Si	0.011	-0.015	-0.068
Si	-0.037	0.002	-0.053
Si	0.024	-0.009	-0.042
Si	-0.01	0.013	-0.04
Si	0.006	-0.007	-0.047
Si	0.007	0.019	-0.055
Si	-0.04	0.027	-0.071
Si	-0.025	0.016	-0.062
Si	0.005	0.019	-0.053
Si	-0.019	-0.016	-0.039
Si	-0.01	-0.009	-0.083
Si	0.004	-0.033	-0.048
Si	-0.015	-0.015	-0.026
Si	-0.01	-0.003	-0.03
Si	0.02	0	-0.054
Si	0.005	-0.002	0.023
Si	0.003	0.014	0.016
Si	-0.019	0.013	0.018
Si	0.009	-0.001	0.004
Si	0.018	0.02	0.042
Si	0.003	-0.009	0.011
Si	-0.003	-0.013	0.014
Si	-0.022	-0.014	0.002
Si	-0.005	0.002	0.03
Si	0.003	-0.035	0.011
Si	0.015	-0.004	0.002
Si	0.009	-0.02	0.028
Si	0.019	-0.001	0.039
Si	0.004	-0.007	0.023
Si	0	0.018	-0.003
Si	0.027	0	0.028
Si	-0.024	-0.003	0.034
Si	-0.004	0.009	0.016
Si	0.006	0.013	-0.002
Si	-0.012	-0.002	-0.004
Si	0.013	-0.012	-0.017
Si	-0.027	0.004	-0.017
Si	-0.01	-0.008	-0.008
Si	-0.006	-0.007	-0.019
Si	-0.005	-0.001	-0.016
Si	0.01	-0.009	0.021
Si	0.023	-0.013	-0.023
Si	0.007	0.012	-0.018
Si	0.016	0.009	-0.004
Si	-0.014	0.011	0.007
Si	-0.001	0.001	-0.017
Si	0.007	-0.001	-0.016
Si	0.008	0.008	-0.005
Si	-0.002	-0.002	0
Si	-0.012	-0.007	-0.022
Si	0.007	0.005	0.015
Si	0.005	0.002	-0.009
Si	-0.013	0.005	0.001
Si	0.009	0.013	-0.007
Si	-0.012	0.002	0.002
Si	-0.005	0.003	-0.011
Si	-0.006	0.014	-0.012
Si	0.005	0.005	0.008
Si	0	0.006	0.007
Si	0.011	0.008	-0.003
Si	0.003	-0.015	-0.002
Si	-0.012	0.02	0.007
Si	-0.001	0.003	-0.007
Si	0.016	-0.021	0.011
Si	0.003	0.006	-0.007
Si	-0.017	-0.004	0.001
Si	0.003	-0.003	-0.01
Si	0.002	-0.006	0.003
Si	0.015	0.002	-0.008
Si	-0.001	-0.003	-0.01
Si	-0.008	-0.002	-0.028
Si	0.001	-0.001	0.015
Si	0.008	-0.007	-0.005
Si	0.009	-0.013	-0.001
Si	-0.007	-0.02	0.002
Si	0.002	-0.01	-0.018
Si	0.015	0	0.016
Si	0.014	-0.014	0.013
Si	-0.002	-0.002	-0.029
Si	-0.004	0.001	0.017
Si	-0.022	0.007	-0.006
Si	-0.009	0.02	0.001
Si	-0.005	0.008	-0.002
Si	0.02	0.015	-0.022
Si	-0.005	-0.01	-0.012
Si	0.006	0.014	0.017
Si	-0.007	0.008	0.004
Si	0.026	0	-0.006
Si	-0.021	0.018	-0.005
Si	-0.002	0.027	-0.037
Si	-0.004	-0.005	0.001
Si	-0.011	-0.013	-0.031
Si	-0.008	-0.002	-0.04
Si	0.018	0.009	0.007
Si	0.005	-0.004	-0.01
Si	0	-0.003	-0.009
Si	0.012	0.018	-0.017
Si	-0.009	0.024	-0.028
Si	0.008	-0.027	0.006
Si	-0.014	0.024	-0.022
Si	-0.003	-0.018	-0.004
Si	-0.016	-0.014	0.009
Si	0.022	0.003	-0.028
Si	-0.007	-0.034	-0.014
Si	0.028	-0.003	-0.023
Si	-0.013	0.015	0.042
Si	-0.002	0.017	0.022
Si	0.014	0.001	0.071
Si	-0.008	-0.029	0.054
Si	-0.013	-0.032	0.067
Si	0.029	-0.003	0.066
Si	0.006	-0.006	0.067
Si	0.008	0.021	0.056
Si	-0.012	-0.004	0.039
Si	-0.008	0.006	0.05
Si	0.023	0	0.05
Si	-0.013	-0.009	0.052
Si	0.014	-0.003	0.059
Si	-0.006	-0.029	0.025
Si	-0.013	-0.009	0.057
Si	-0.004	0.001	0.068
Si	-0.008	0.011	0.015
Si	0.008	0.036	0.051
Si	-0.248	-0.214	-0.663
Si	0.268	0.378	-0.704
Si	-0.142	-0.113	-0.744
Si	0.132	0.26	-0.699
Si	0.233	0.125	-0.714
Si	-0.063	-0.271	-0.712
Si	0.399	0.112	-0.743
Si	-0.14	-0.194	-0.692
Si	-0.217	-0.316	-0.747
Si	0.182	0.168	-0.71
Si	-0.248	-0.093	-0.71
Si	0.19	0.298	-0.748
Si	-0.098	-0.054	-0.748
Si	-0.253	-0.19	-0.769
Si	0.23	0.254	-0.651
Si	-0.035	-0.222	-0.688
Si	-0.281	-0.075	-0.713
Si	0.19	0.01	-0.662
Si	-0.085	0.064	0.02
Si	0.092	-0.052	0.083
Si	-0.029	-0.011	-0.053
Si	-0.093	-0.008	-0.157
Si	0.059	-0.075	-0.011
Si	-0.103	-0.013	-0.085
Si	-0.006	0.002	-0.098
Si	-0.049	0.006	0.103
Si	0.006	-0.067	-0.053
Si	0.04	0.038	-0.163
Si	0.023	-0.018	-0.004
Si	0.054	0.039	-0.159
Si	-0.009	0.019	-0.066
Si	0.066	0.097	0.078
Si	-0.009	0.005	0.068
Si	0.057	-0.097	-0.033
Si	-0.018	-0.002	0.169
Si	0.032	-0.08	-0.109
Si	-0.065	0.057	-0.07
Si	0.046	0.033	-0.113
Si	0.065	-0.001	-0.044
Si	-0.074	0.113	-0.149
Si	0.05	0.003	0.089
Si	-0.005	-0.049	-0.025
Si	0.055	-0.05	-0.111
Si	0.011	-0.013	0.078
Si	-0.053	-0.01	0.16
Si	0.072	0.038	0.033
Si	-0.008	0.039	0.035
Si	-0.144	-0.246	-0.125
Si	-0.006	0.015	-0.16
Si	-0.007	0.052	0.14
Si	0.01	-0.05	0.003
Si	-0.016	0.12	0.047
Si	0.055	-0.049	-0.035
Si	-0.01	0.111	-0.121
Si	0.009	-0.011	0.03
Si	0.098	-0.027	0.095
Si	0.033	0.087	0.071
Si	0.063	-0.01	0.082
Si	0.049	-0.006	-0.013
Si	0.051	0.014	-0.019
Si	0.036	0.01	0.197
Si	0.039	-0.168	0.075
Si	0.219	-0.081	-0.067
Si	0.074	0.066	0.152
Si	-0.117	-0.038	0.125
Si	-0.013	0.012	-0.161
Si	-0.015	-0.034	0.026
Si	0.135	-0.016	0.046
Si	0.059	-0.056	0.148
Si	-0.018	0.024	0.181
Si	-0.018	0.025	0.032
Si	0.02	-0.119	0.019
Si	-0.199	0.063	0.745
Si	-0.023	0.236	0.655
Si	0.254	-0.139	0.727
Si	-0.391	0.227	0.667
Si	0.24	-0.371	0.643
Si	0.278	-0.126	0.693
Si	0.168	-0.188	0.689
Si	-0.307	0.228	0.625
Si	0.279	-0.261	0.673
Si	0.285	-0.024	0.749
Si	-0.029	0.253	0.735
Si	-0.22	0.089	0.689
Si	0.385	-0.281	0.605
Si	0.258	-0.188	0.669
Si	-0.367	0.298	0.592
Si	-0.08	0.259	0.668
Si	0.142	-0.229	0.708
Si	-0.312	0.312	0.625
Si	0.006	-0.004	-0.039
Si	-0.006	-0.044	-0.046
Si	-0.012	-0.002	-0.042
Si	0.015	-0.005	-0.062
Si	0.018	0.021	-0.044
Si	-0.012	0.019	-0.049
Si	-0.005	-0.01	-0.027
Si	0.007	0.029	-0.057
Si	0	0.006	-0.089
Si	-0.002	0.008	-0.071
Si	0.011	-0.002	-0.044
Si	-0.006	-0.03	-0.045
Si	-0.02	-0.024	-0.037
Si	0.017	-0.013	-0.061
Si	-0.002	0.007	-0.063
Si	-0.001	0.02	-0.027
Si	0.003	-0.009	-0.072
Si	0.022	0.016	-0.052
Si	-0.014	0.02	-0.005
Si	-0.003	0.027	0.018
Si	-0.007	0.009	0.003
Si	0.002	0.01	0.012
Si	0.018	0.005	0.053
Si	0.023	-0.041	0.012
Si	-0.003	-0.008	0.018
Si	0.006	-0.024	0.024
Si	0.01	0.003	0.038
Si	0	-0.041	0.048
Si	0.001	0.016	0.004
Si	-0.002	0.035	0.014
Si	-0.021	0.029	0.045
Si	-0.004	-0.002	0.038
Si	-0.013	0.045	0.018
Si	0.001	0.002	0.021
Si	-0.014	-0.034	0.017
Si	0.013	-0.024	0.011
Si	0.007	0.003	0.008
Si	0.004	0	0.005
Si	0.004	-0.014	-0.004
Si	-0.019	-0.026	-0.008
Si	-0.023	0.022	-0.012
Si	-0.003	0.017	-0.002
Si	-0.007	-0.009	-0.004
Si	-0.027	0.005	-0.016
Si	0.007	-0.016	0.012
Si	0.004	0.024	-0.022
Si	0.006	0.011	0.005
Si	-0.003	0.004	0.007
Si	0.016	0.001	0.01
Si	0.008	-0.014	0.03
Si	0.019	-0.007	0.019
Si	0.016	0.01	0.005
Si	-0.008	-0.001	-0.005
Si	-0.004	0.011	0.022
Si	-0.006	-0.014	-0.003
Si	-0.006	-0.008	-0.008
Si	0.002	0.009	-0.027
Si	0.006	0.005	-0.002
Si	0.01	0.024	-0.013
Si	-0.013	-0.011	0.002
Si	-0.018	0.001	-0.001
Si	0.015	-0.008	-0.006
Si	0.003	-0.004	-0.004
Si	0.001	-0.022	-0.003
Si	-0.004	-0.006	-0.007
Si	0.001	0.004	0.005
Si	-0.002	-0.011	-0.014
Si	0.011	0.011	0.015
Si	-0.006	0.01	-0.009
Si	0.007	0.001	0.001
Si	-0.015	0.01	0
Si	-0.01	0.008	-0.003
Si	0.017	0.003	0.01
Si	0.007	-0.007	-0.012
Si	-0.026	-0.013	0.025
Si	0.005	-0.006	0.014
Si	-0.012	-0.026	0.004
Si	0.022	-0.007	0.033
Si	0.005	0.004	-0.033
Si	-0.017	0.005	0.011
Si	0.013	0.021	0.032
Si	0.014	0.009	-0.027
Si	0.016	0.027	-0.03
Si	0.008	-0.011	0.023
Si	-0.009	-0.007	-0.001
Si	-0.022	-0.017	0.003
Si	-0.01	-0.018	0.013
Si	0.026	0.01	0.02
Si	-0.007	0.006	0.003
Si	0.007	-0.005	-0.006
Si	0.007	-0.034	-0.045
Si	0.02	0.026	-0.029
Si	-0.016	0.011	-0.036
Si	-0.005	0.019	0
Si	0.007	0.003	-0.028
Si	0.009	0.032	-0.023
Si	-0.015	-0.007	0.008
Si	0.009	0	-0.032
Si	0.004	-0.043	-0.023
Si	-0.022	0.007	-0.002
Si	-0.044	0.011	0.002
Si	-0.009	-0.009	-0.019
Si	-0.021	0.015	-0.029
Si	0.039	-0.011	-0.012
Si	-0.024	-0.009	0
Si	-0.003	0.019	-0.012
Si	0.056	0.01	-0.037
Si	-0.047	-0.01	-0.002
Si	-0.047	0.009	0.058
Si	-0.017	0.005	0.048
Si	-0.003	0.03	0.039
Si	0.034	0.014	0.067
Si	0.022	0.018	0.055
Si	-0.042	-0.026	0.041
Si	-0.015	-0.016	0.06
Si	0.012	0.016	0.03
Si	0.012	0.023	0.035
Si	0.011	-0.005	0.077
Si	0.043	-0.002	0.05
Si	-0.033	0.004	0.012
Si	-0.025	0.026	0.044
Si	0.031	-0.008	0.043
Si	-0.006	-0.013	0.069
Si	-0.008	0.027	0.045
Si	-0.024	0.003	0.017
Si	-0.015	-0.019	0.035
Si	-0.083	-0.237	-0.724
Si	0.189	-0.037	-0.74
Si	-0.023	0.017	-0.53
Si	0.251	0.109	-0.715
Si	0.087	0.174	-0.671
Si	-0.172	-0.156	-0.698
Si	0.057	0.219	-0.719
Si	-0.14	-0.166	-0.789
Si	-0.224	-0.096	-0.659
Si	0.075	0.069	-0.746
Si	-0.257	0.041	-0.711
Si	-0.326	-0.281	-0.719
Si	0.351	0.131	-0.617
Si	-0.179	-0.055	-0.674
Si	0.039	0.264	-0.629
Si	-0.175	-0.478	-0.571
Si	-0.173	-0.043	-0.695
Si	0.105	0.308	-0.653
Si	-0.02	0.002	-0.1
Si	-0.022	-0.069	0.065
Si	0.016	0.019	0.032
Si	0.081	0.119	0.023
Si	0.044	0.057	0.029
Si	-0.019	-0.101	-0.073
Si	0.024	0.08	-0.026
Si	-0.1	0.025	-0.08
Si	0.01	-0.007	-0.178
Si	0.181	-0.108	-0.162
Si	-0.101	0.019	0.015
Si	-0.043	0.137	-0.053
Si	0.027	-0.023	-0.014
Si	-0.061	0.086	-0.095
Si	0.119	-0.029	-0.127
Si	-0.117	0.015	-0.001
Si	0.029	0.025	-0.06
Si	0.055	-0.088	-0.005
Si	0.168	-0.029	0.082
Si	-0.029	0.026	-0.018
Si	-0.13	-0.037	0.053
Si	-0.115	-0.07	-0.142
Si	-0.057	0.052	-0.071
Si	0.075	-0.059	-0.08
Si	0.034	0.128	-0.057
Si	-0.009	-0.054	0.044
Si	-0.06	-0.001	0.206
Si	-0.031	0.109	0.021
Si	0.064	0.014	0.026
Si	-0.028	0.018	-0.009
Si	0.03	0.036	0.098
Si	0.007	-0.071	0.108
Si	0.015	-0.061	-0.042
Si	0.047	0.053	0.038
Si	0.036	-0.026	0.025
Si	0.16	0.018	-0.046
Si	-0.021	0.078	0.037
Si	0.015	0.083	0.063
Si	-0.01	0.044	-0.121
Si	-0.106	0.053	-0.002
Si	-0.066	-0.006	-0.062
Si	0.016	-0.001	-0.076
Si	-0.132	-0.028	0.096
Si	-0.116	-0.013	0.128
Si	-0.002	-0.035	0.017
Si	-0.082	0.032	0.02
Si	0.084	-0.067	0.053
Si	0.046	0.121	0.079
Si	0.024	-0.016	-0.054
Si	-0.017	0.046	0.125
Si	-0.057	0.075	0.06
Si	-0.043	0.024	0.08
Si	-0.036	-0.071	0.07
Si	-0.016	0.074	-0.064
Si	-0.222	0.173	0.664
Si	-0.2	0.071	0.639
Si	0.295	-0.099	0.73
Si	-0.128	0.167	0.72
Si	0.323	-0.334	0.638
Si	0.104	-0.272	0.68
Si	0.253	-0.085	0.708
Si	-0.185	0.211	0.709
Si	0.256	-0.173	0.708
Si	0.105	-0.228	0.681
Si	-0.36	0.345	0.658
Si	-0.11	0.09	0.646
Si	0.167	-0.164	0.717
Si	0.174	-0.3	0.701
Si	-0.143	0.2	0.803
Si	-0.216	0.181	0.695
Si	0.072	-0.224	0.675
Si	-0.169	0.423	0.566
Si	0.024	-0.021	-0.056
Si	0.007	0.025	-0.041
Si	-0.023	0.021	-0.044
Si	0.013	0.015	-0.059
Si	0.006	0.019	-0.069
Si	-0.001	0.026	-0.043
Si	0	0	-0.047
Si	-0.008	-0.014	-0.059
Si	-0.007	0.021	-0.045
Si	-0.006	0.001	-0.042
Si	-0.02	-0.026	-0.029
Si	0.001	0.018	-0.044
Si	-0.015	0.005	-0.084
Si	0	0.014	-0.052
Si	0.011	0.023	-0.077
Si	-0.009	-0.023	-0.041
Si	0.003	0.018	-0.029
Si	0.021	0.003	-0.028
Si	0.023	-0.008	0.027
Si	0.01	0.007	0.034
Si	-0.017	-0.018	-0.009
Si	-0.009	-0.035	-0.007
Si	-0.004	0.029	0.038
Si	-0.031	0.003	0.032
Si	0.013	-0.022	0.021
Si	0.006	0.001	0.008
Si	0.008	0.007	0.03
Si	0	0.005	0.018
Si	0.036	0.006	0
Si	0.015	0.013	0.042
Si	0.004	0.016	0.052
Si	-0.015	-0.02	0.056
Si	-0.009	-0.016	0.009
Si	0.037	-0.021	0.02
Si	-0.031	0.003	0.049
Si	0.014	-0.029	-0.002
Si	-0.005	0.003	0.01
Si	0.012	-0.008	0.012
Si	0.026	-0.012	0.01
Si	-0.001	0.002	0.017
Si	0.008	0.006	-0.012
Si	-0.004	0.017	-0.003
Si	-0.01	-0.018	0.001
Si	0.005	-0.017	-0.003
Si	0.017	0.006	-0.006
Si	0.003	-0.004	0
Si	0.008	-0.004	0.012
Si	-0.005	-0.012	0.015
Si	0.01	-0.009	-0.009
Si	-0.007	0.014	-0.002
Si	0.004	0.01	0.003
Si	0.007	0.009	0.033
Si	-0.016	-0.014	-0.006
Si	-0.016	0.017	0.022
Si	0.021	-0.014	-0.011
Si	0.006	0.008	0
Si	-0.004	0.016	-0.011
Si	-0.014	0.011	0.017
Si	-0.017	-0.001	-0.013
Si	0.01	0.011	-0.014
Si	-0.021	0.022	0.007
Si	0	-0.013	0.006
Si	-0.007	-0.016	0
Si	0	0.005	-0.013
Si	0.011	-0.022	-0.007
Si	0.008	0.001	0.01
Si	-0.003	-0.002	-0.004
Si	0.006	0	-0.006
Si	-0.012	-0.01	-0.011
